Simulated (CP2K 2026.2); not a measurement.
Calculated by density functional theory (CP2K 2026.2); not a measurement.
Periodic cell of 3456 atoms, Si2304O1152, from a study of silicon, its oxide and their interface. The atomic structure is a simulated model.
Doubt: the forces sum to 5.38 eV/angstrom along one axis rather than to zero, so they err by at least 0.0016 eV/angstrom per atom on average; the grid cutoff is modest.

Settings: functional PBE; method Gaussian and plane waves; basis set DZVP-MOLOPT-SR-GTH; pseudopotentials GTH-PBE; grid cutoff 300 Ry, relative cutoff 40 Ry; k points Gamma only; occupations fixed; spin none; net charge 0.

Cell vectors (angstrom)
a 130.56 0 0
b 0 16.32 0
c -7.982 -4.4177 27.8906

Atoms: element, x, y, z (angstrom)
Si 1.565 -1.654 -0.046
Si 4.359 0.85 -0.06
Si 1.369 4.108 -0.512
Si 4.258 6.611 -0.09
Si 1.093 -6.404 -0.024
Si 3.909 -3.697 -0.026
Si 6.634 -1.138 0.468
Si 9.957 1.312 -0.145
Si 6.472 4.398 -0.074
Si 9.334 7.37 -0.29
Si 7.021 9.52 -0.309
Si 9.823 12.308 -0.298
Si 12.176 -0.907 -0.109
Si 14.865 1.694 -0.095
Si 12.523 3.794 -0.169
Si 15.285 6.802 0.09
Si 11.883 9.898 -0.224
Si 15.124 -4.02 -0.338
Si 2.648 -0.019 1.265
Si 5.323 2.748 1.125
Si 2.614 5.441 1.084
Si 5.444 8.315 1.034
Si 2.693 -5.268 1.237
Si 5.271 -2.611 1.551
Si 8.29 0.254 1.23
Si 11.022 2.785 1.316
Si 8.217 5.612 0.968
Si 10.776 8.419 1.235
Si 8.179 11.111 1.025
Si 11.015 -2.569 1.102
Si 13.682 0.182 1.265
Si 16.248 2.708 1.491
Si 13.493 5.601 1.048
Si 16.411 -8.078 1.477
Si 13.729 -5.448 0.983
Si 16.321 -2.591 1.141
Si 1.217 1.48 2.38
Si 3.95 4.096 2.489
Si 1.274 6.881 2.427
Si 4.078 9.618 2.467
Si 1.301 -3.977 2.632
Si 3.923 -1.238 2.797
Si 6.814 1.554 2.532
Si 9.54 4.249 2.427
Si 6.826 6.945 2.409
Si 9.441 9.77 2.548
Si 6.811 12.307 2.556
Si 9.606 -1.241 2.511
Si 12.324 1.453 2.702
Si 14.841 4.232 2.608
Si 12.169 6.946 2.46
Si 14.945 -6.688 2.587
Si 12.383 -3.997 2.404
Si 15.028 -1.244 2.559
Si -0.114 0.105 3.772
Si 2.589 2.781 3.834
Si -0.018 5.532 3.859
Si 2.679 8.243 3.785
Si -0.034 -5.323 3.998
Si 2.592 -2.635 4.048
Si 5.446 0.162 3.907
Si 8.174 2.92 3.845
Si 5.408 5.541 3.744
Si 8.12 8.311 3.85
Si 5.433 10.944 3.879
Si 8.192 -2.599 3.851
Si 10.921 0.07 3.949
Si 13.608 2.857 4.033
Si 10.864 5.575 3.852
Si 13.58 -8.086 3.871
Si 10.938 -5.269 3.827
Si 13.659 -2.642 3.869
Si 1.312 -1.236 10.619
Si 4.061 1.518 10.616
Si 1.378 4.165 10.648
Si 4.044 6.915 10.604
Si 1.315 9.64 10.681
Si 4.09 -3.916 10.596
Si 6.769 -1.2 10.586
Si 9.473 1.47 10.536
Si 6.748 4.254 10.594
Si 9.489 6.97 10.642
Si 6.827 9.687 10.546
Si 9.516 -3.94 10.58
Si 12.246 -1.31 10.656
Si 14.947 1.396 10.674
Si 12.234 4.221 10.581
Si 14.981 -9.397 10.726
Si 12.248 -6.679 10.676
Si 14.952 -4.045 10.764
Si 2.708 0.123 11.935
Si 5.384 2.944 11.975
Si 2.738 5.533 12.006
Si 5.448 8.334 11.828
Si 2.701 -5.231 11.944
Si 5.48 -2.588 11.975
Si 8.093 0.192 11.934
Si 10.831 2.843 11.828
Si 8.095 5.609 11.959
Si 10.812 8.375 12.01
Si 8.134 11.074 11.927
Si 10.867 -2.66 11.992
Si 13.605 0.019 12.028
Si 16.319 2.713 12.035
Si 13.606 5.521 11.985
Si 16.244 -8.028 12.217
Si 13.594 -5.407 12.141
Si 16.359 -2.725 12.101
Si 1.42 1.438 13.382
Si 4.092 4.262 13.472
Si 1.389 6.897 13.327
Si 4.204 -6.548 13.151
Si 1.323 -3.88 13.322
Si 4.096 -1.211 13.255
Si 6.783 1.65 13.302
Si 9.486 4.168 13.194
Si 6.716 7.036 13.275
Si 9.428 9.807 13.373
Si 6.874 -3.904 13.379
Si 9.456 -1.232 13.203
Si 12.149 1.478 13.166
Si 14.937 4.062 13.318
Si 12.25 6.986 13.226
Si 14.913 -6.67 13.698
Si 12.138 -4.096 13.415
Si 14.981 -1.39 13.401
Si 0.095 0.037 14.778
Si 2.753 2.82 14.807
Si 0.027 5.554 14.713
Si 2.858 8.387 14.383
Si -0.047 -5.32 14.603
Si 2.749 -2.525 14.651
Si 5.408 0.242 14.539
Si 8.166 2.983 14.726
Si 5.455 5.744 14.782
Si 8.032 8.43 14.632
Si 5.509 -5.274 14.688
Si 8.243 -2.519 14.729
Si 10.774 0.167 14.485
Si 13.506 2.691 14.588
Si 10.867 5.57 14.393
Si 13.398 8.22 14.878
Si 10.72 11.055 14.941
Si 13.564 -2.767 14.664
Si 1.77 -0.973 16.105
Si 3.998 1.27 16.116
Si 1.028 3.854 16.013
Si 4.279 7.452 15.969
Si 1.692 -6.394 15.632
Si 3.859 -4.142 15.874
Si 6.946 -0.909 15.794
Si 9.223 1.226 15.895
Si 7.254 4.805 15.986
Si 9.465 6.929 15.629
Si 6.596 -6.763 16.177
Si 9.949 -3.301 16.23
Si 12.205 -1.206 15.671
Si -1.124 1.548 16.051
Si 12.304 4.332 15.717
Si 14.52 6.456 15.964
Si 11.55 9.151 16.118
Si 14.701 -3.909 16.411
Si 4.511 -3.67 18.912
Si 19.234 -2.015 -4.169
Si 15.637 -7.123 -4.219
Si 8.402 4.75 -3.952
Si 10.446 3.332 -2.382
Si 6.224 -1.341 18.686
Si -0.394 7.001 18.807
Si 17.104 -5.443 -2.279
Si 12.455 -3.252 -5.031
Si 8.337 -1.158 -5.703
Si 12.623 0.756 19.682
Si 6.691 0.003 -3.443
Si 10.89 2.66 17.987
Si 11.418 7.903 -2.486
Si 1.149 4.526 18.96
Si 4.6 -4.188 -5.087
Si 6.253 -2.758 -7.249
Si 11.963 6.008 -6.252
Si 0.158 -2.403 18.317
Si 18.766 3.258 -7.164
Si 16.257 -1.667 -4.008
Si 10.587 3.409 -5.342
Si 7.996 -6.378 -5.294
Si 6.976 -5.604 19.132
Si 19.068 5.934 -5.921
Si -3.326 3.572 18.997
Si 5.121 -6.552 -6.612
Si 3.862 5.569 20.272
Si 3.199 -7.746 20.473
Si 6.345 3.074 -2.747
Si -1.577 0.081 18.835
Si 7.85 -2.501 -1.894
Si 20.158 -4.634 -2.902
Si 8.771 -3.124 19.187
Si 13.235 -6.09 18.311
Si 5.825 -4.755 -2.354
Si 13.723 -2.34 -2.353
Si 18.474 2.968 -1.893
Si 16.233 6.854 -2.758
Si 7.141 7.388 -4.536
Si 2.201 8.274 17.951
Si 16.372 -6.067 -7.002
Si 23.872 1.786 -6.592
Si 13.756 6.955 -4.011
Si 5.398 1.602 18.98
Si 6.474 4.352 18.965
Si 19.105 5.642 -2.831
Si 10.765 4.136 20.42
Si 9.944 0.962 -7.266
Si 20.986 1.705 -5.577
Si 9.569 -3.775 -5.147
Si 10.673 -7.765 -5.394
Si 15.122 -3.264 -6.415
Si 16.856 0.497 -2.276
Si 18.023 -1.478 -0.061
Si 20.412 1.484 -0.101
Si 17.265 4.299 0.245
Si 20.085 6.908 -0.219
Si 17.951 -7.073 0.077
Si 20.173 12.523 -0.027
Si 23.366 -1.768 0.144
Si 25.608 1.677 -0.03
Si 23.517 4.082 -0.102
Si 26.036 7.101 0.385
Si 23.579 9.102 0.024
Si 25.673 12.396 -0.056
Si 28.818 -1.436 0.07
Si 31.09 1.647 0.097
Si 28.907 3.913 -0.199
Si 30.971 7.292 -0.015
Si 28.608 9.345 0.393
Si 30.923 12.534 -0.007
Si 19.167 0.042 1.299
Si 21.895 2.822 1.153
Si 19.049 5.423 1.267
Si 21.808 8.017 1.111
Si 19.051 10.934 1.263
Si 21.766 -2.813 1.428
Si 24.493 0.019 1.239
Si 27.303 2.779 1.194
Si 24.678 5.47 1.374
Si 27.305 8.226 1.884
Si 24.539 10.844 1.316
Si 27.209 -2.677 1.258
Si 29.964 0.077 1.403
Si 32.642 2.738 1.426
Si 30.007 5.49 1.206
Si 32.68 8.472 1.078
Si 29.868 11.012 1.408
Si 32.788 -2.698 1.047
Si 17.749 1.363 2.666
Si 20.471 4.089 2.57
Si 17.768 6.807 2.716
Si 20.496 9.509 2.523
Si 17.642 12.311 2.56
Si 20.474 -1.317 2.697
Si 23.162 1.413 2.594
Si 25.985 4.075 2.689
Si 23.163 6.784 2.628
Si 25.823 9.65 2.895
Si 23.154 12.153 2.72
Si 25.869 -1.305 2.633
Si 28.561 1.423 2.683
Si 31.318 4.189 2.685
Si 28.721 6.7 2.829
Si 31.34 9.653 2.645
Si 28.52 12.35 2.738
Si 31.448 -1.333 2.566
Si 16.37 0.037 3.998
Si 19.101 2.766 3.97
Si 16.306 5.49 3.978
Si 19.132 8.215 3.98
Si 16.318 10.97 3.954
Si 19.038 -2.688 3.964
Si 21.82 0.074 4.014
Si 24.548 2.729 3.993
Si 21.793 5.451 3.987
Si 24.441 8.183 4.076
Si 21.776 10.816 4.031
Si 24.514 -2.692 4.001
Si 27.215 0.046 4.039
Si 29.941 2.795 4.03
Si 27.279 5.411 4.128
Si 30.046 8.212 4.044
Si 27.224 11.002 4.162
Si 30.001 -2.631 3.987
Si 17.708 -1.324 10.791
Si 20.333 1.384 10.777
Si 17.662 4.151 10.747
Si 20.354 6.844 10.815
Si 17.66 9.594 10.85
Si 20.37 -4.043 10.859
Si 23.108 -1.327 10.774
Si 25.825 1.408 10.779
Si 23.039 4.119 10.811
Si 25.822 6.882 10.849
Si 23.108 9.564 10.831
Si 25.804 -4.052 10.824
Si 28.601 -1.316 10.833
Si 31.334 1.461 10.826
Si 28.561 4.158 10.803
Si 31.304 6.891 10.89
Si 28.554 9.584 10.869
Si 31.303 -4.033 10.942
Si 19.019 0.039 12.214
Si 21.644 2.741 12.146
Si 18.96 5.511 12.179
Si 21.723 8.204 12.168
Si 19.03 10.912 12.273
Si 21.78 -2.68 12.167
Si 24.408 0.085 12.116
Si 27.201 2.756 12.113
Si 24.388 5.514 12.137
Si 27.155 8.268 12.243
Si 24.462 10.902 12.231
Si 27.174 -2.668 12.131
Si 29.964 0.099 12.155
Si 32.694 2.812 12.213
Si 29.913 5.506 12.185
Si 32.593 8.265 12.351
Si 29.919 10.888 12.284
Si 32.681 -2.66 12.302
Si 17.545 1.36 13.547
Si 20.233 4.044 13.522
Si 17.614 -9.39 13.547
Si 20.465 9.557 13.623
Si 17.639 -4.033 13.619
Si 20.471 -1.31 13.537
Si 22.977 1.374 13.506
Si 25.727 4.063 13.374
Si 23.002 6.827 13.565
Si 25.745 9.544 13.697
Si 23.121 -4.026 13.569
Si 25.845 -1.212 13.412
Si 28.601 1.455 13.501
Si 31.265 4.144 13.552
Si 28.538 6.874 13.523
Si 31.184 9.552 13.821
Si 28.462 -4.071 13.514
Si 31.325 -1.204 13.546
Si 16.239 -0.106 14.912
Si 18.832 2.75 14.961
Si 16.193 5.449 14.717
Si 19.019 -8.054 14.983
Si 16.3 -5.279 15.185
Si 19.167 -2.719 14.846
Si 21.721 0.048 15.035
Si 24.254 2.846 14.759
Si 21.553 5.439 14.847
Si 24.333 8.11 15.053
Si 21.875 10.914 15.03
Si 24.54 -2.591 14.762
Si 27.121 0.223 14.795
Si 29.914 2.77 14.939
Si 27.072 5.443 14.629
Si 29.804 8.06 15.156
Si 27.142 10.944 15.031
Si 29.761 -2.528 14.68
Si 18.035 -1.204 16.163
Si 20.041 1.215 16.282
Si 17.612 4.376 16.251
Si 19.982 -9.821 16.22
Si 18.054 -6.424 16.401
Si 20.328 -4.195 16.304
Si 23.558 -1.008 16.15
Si 25.534 1.46 16.046
Si 23.024 4.265 16.22
Si 25.445 6.301 16.066
Si 23.125 9.533 16.553
Si 26.08 -3.609 16.194
Si 28.256 -1.359 16.042
Si 14.398 0.978 15.96
Si 28.597 4.391 16.011
Si 31.036 6.375 16.47
Si 28.286 9.39 16.42
Si 30.998 -3.63 16.245
Si 21.864 -3.47 18.979
Si 35.35 -3.066 -5.356
Si 25.392 4.076 20.453
Si 16.302 -1.916 18.252
Si 25.251 0.766 -2.815
Si 23.692 -1.257 19.191
Si 14.793 7.536 18.727
Si 34.839 -6.177 -5.444
Si 31.142 -4.596 -5.041
Si 29.016 -2.431 -5.052
Si 26.55 -1.069 20.277
Si 20.789 0.401 -3.071
Si 27.11 2.942 18.201
Si 27.168 5.706 -2.012
Si 16.466 3.727 19.204
Si 23.291 -2.954 -5.078
Si 20.869 -1.357 -6.466
Si 30.779 5.729 -4.65
Si 28.111 -0.074 -6.622
Si 27.122 -5.306 20.439
Si 32.476 -4.409 -2.325
Si 28.962 -0.396 -2.777
Si 15.426 1.021 18.681
Si 21.679 7.698 18.506
Si 28.454 0.327 18.573
Si 13.76 5.171 20.241
Si 22.431 -5.904 -4.73
Si 27.188 -7.566 -7.276
Si 29.268 -6.527 -3.691
Si 25.071 3.184 -4.272
Si 25.069 -1.06 -6.567
Si 24.196 -7.563 -2.777
Si 34.526 -7.64 -2.928
Si 24.625 -4.978 18.554
Si 29.548 -5.111 18.412
Si 23.085 -1.335 -2.675
Si 24.281 6.866 19.866
Si 23.378 1.586 20.336
Si 31.491 8.043 -2.835
Si 24.315 5.484 -2.581
Si 17.302 -7.49 19.305
Si 32.474 3.665 -3.008
Si 36.283 1.51 -6.12
Si 28.049 7.055 -4.73
Si 28.807 6.178 20.314
Si 21.254 3.005 18.612
Si 36.401 6.509 -3.512
Si 31.147 0.462 19.115
Si 27.742 -4.383 -6.994
Si 33.756 -1.637 -2.996
Si 26.829 -5.94 -2.038
Si 27.422 1.558 -4.297
Si 26.722 7.643 18.467
Si 31.87 0.65 -2.636
Si 34.738 -1.798 -0.203
Si 36.499 1.854 -0.348
Si 33.945 3.768 -0.195
Si 37.026 6.41 -0.339
Si 34.111 9.911 -0.367
Si 36.847 12.291 0.376
Si 39.782 -1.7 0.248
Si 42.524 1.246 0.083
Si 39.234 4.085 -0.109
Si 41.936 6.707 -0.255
Si 38.98 10.128 -0.167
Si 42.016 12.42 0.018
Si 44.798 -0.954 -0.027
Si 47.745 1.118 0.27
Si 45.536 4.265 -0.199
Si 47.384 7.22 0.053
Si 45.045 9.316 -0.064
Si 47.819 11.904 -0.044
Si 35.564 0.031 1.029
Si 37.978 2.734 1.28
Si 35.249 5.463 0.972
Si 38.02 8.22 0.959
Si 35.352 10.88 1.389
Si 38.221 -2.686 1.636
Si 40.853 0.101 1.31
Si 43.895 2.825 1.153
Si 40.804 5.312 1.191
Si 43.442 8.064 1.12
Si 40.723 10.918 1.27
Si 43.688 -2.723 1.167
Si 46.265 -0.053 1.573
Si 48.918 2.734 1.482
Si 46.297 5.681 1.46
Si 49.111 8.293 1.218
Si 46.249 10.831 1.323
Si 49.009 -2.682 1.144
Si 34.099 1.283 2.547
Si 36.605 4.175 2.532
Si 33.993 6.926 2.414
Si 36.726 9.424 2.579
Si 33.968 12.302 2.63
Si 36.787 -1.194 2.678
Si 39.408 1.404 2.621
Si 42.313 4.078 2.516
Si 39.412 6.844 2.423
Si 42.112 9.475 2.513
Si 39.535 12.195 2.846
Si 42.271 -1.334 2.595
Si 44.958 1.455 2.759
Si 47.614 4.192 2.756
Si 44.777 6.885 2.699
Si 47.68 9.536 2.665
Si 44.928 12.245 2.633
Si 47.679 -1.479 2.72
Si 32.726 0.015 3.994
Si 35.352 2.754 3.934
Si 32.7 5.585 3.949
Si 35.343 8.145 3.953
Si 32.654 10.975 4.056
Si 35.37 -2.633 3.956
Si 38.114 0.099 4.073
Si 40.846 2.78 3.901
Si 38.036 5.525 3.866
Si 40.748 8.15 3.904
Si 38.049 10.821 4.009
Si 40.91 -2.672 4.044
Si 43.544 0.046 4.022
Si 46.298 2.793 4.109
Si 43.491 5.454 4.019
Si 46.249 8.201 4.008
Si 43.491 10.867 3.913
Si 46.275 -2.78 4.064
Si 34.04 -1.312 10.898
Si 36.71 1.4 10.833
Si 34.041 4.181 10.864
Si 36.688 6.906 10.871
Si 33.984 9.601 10.966
Si 36.686 -4.044 10.914
Si 39.378 -1.324 10.784
Si 42.114 1.419 10.672
Si 39.424 4.139 10.783
Si 42.141 6.88 10.838
Si 39.407 9.596 10.851
Si 42.067 -4.082 10.744
Si 44.876 -1.405 10.745
Si 47.564 1.394 10.757
Si 44.838 4.122 10.732
Si 47.538 6.743 10.818
Si 44.783 9.451 10.788
Si 47.528 -4.097 10.843
Si 35.429 0.028 12.274
Si 38.038 2.828 12.149
Si 35.366 5.55 12.275
Si 38.011 8.3 12.226
Si 35.317 10.973 12.379
Si 38.101 -2.711 12.245
Si 40.718 0.139 12.028
Si 43.45 2.774 12.026
Si 40.793 5.484 12.138
Si 43.494 8.165 12.314
Si 40.745 10.964 12.233
Si 43.481 -2.787 12.049
Si 46.229 0.002 12.044
Si 48.822 2.66 12.299
Si 46.196 5.37 12.184
Si 48.838 8.102 12.204
Si 46.081 10.839 12.11
Si 48.916 -2.707 12.145
Si 34.111 1.491 13.58
Si 36.789 4.211 13.61
Si 33.993 6.898 13.665
Si 36.72 9.641 13.749
Si 33.94 -4.002 13.828
Si 36.813 -1.37 13.662
Si 39.425 1.52 13.48
Si 42.181 4.115 13.482
Si 39.399 6.868 13.426
Si 42.126 9.68 13.617
Si 39.423 -4.031 13.72
Si 42.112 -1.298 13.186
Si 44.81 1.368 13.273
Si 47.431 4.013 13.686
Si 44.889 6.655 13.622
Si 47.358 9.454 13.474
Si 44.695 -4.211 13.518
Si 47.591 -1.29 13.452
Si 32.734 0.139 14.926
Si 35.503 2.85 15
Si 32.618 5.492 14.945
Si 35.328 8.227 15.087
Si 32.458 10.982 15.267
Si 35.452 -2.662 15.164
Si 38.243 0.083 14.884
Si 40.743 2.914 14.864
Si 38.153 5.61 14.95
Si 40.747 8.193 14.749
Si 38.084 10.974 15.268
Si 40.914 -2.49 14.726
Si 43.412 0.038 14.518
Si 46.007 2.501 14.884
Si 43.578 5.241 15.021
Si 46.131 8.106 14.983
Si 43.392 10.944 15.228
Si 46.133 -2.703 14.51
Si 34.43 -0.862 16.242
Si 36.774 1.258 16.224
Si 33.832 3.967 16.22
Si 36.94 7.054 16.389
Si 34.15 9.75 16.478
Si 36.397 -4.272 16.733
Si 39.946 -0.913 16.172
Si 42.07 1.33 15.905
Si 39.903 4.711 16.25
Si 42.177 6.827 15.977
Si 39.252 9.166 16.273
Si 42.465 -3.29 16.27
Si 44.781 -1.337 15.762
Si 31.608 1.724 16.239
Si 44.406 3.332 16.389
Si 47.902 7.22 16.319
Si 44.413 9.027 16.356
Si 47.397 -3.938 15.961
Si 36.353 -4.037 19.984
Si 51.813 2.421 -7.076
Si 49.438 -4.065 -4.246
Si 38.786 2.111 -2.426
Si 43.05 2.07 -2.693
Si 47.051 1.626 -6.73
Si 35.149 5.661 18.595
Si 54.441 -2.79 -2.152
Si 44.676 -4.388 -4.716
Si 43.378 -2.014 -6.253
Si 54.869 2.672 -6.897
Si 39.345 1.463 -5.329
Si 43.735 1.092 20.367
Si 43.503 5.08 -2.466
Si 43.449 7.711 -7.294
Si 38.405 -2.716 -4.82
Si 31.695 -6.152 20.427
Si 44.826 6.646 -4.768
Si 32.618 -1.975 18.117
Si 50.391 1.615 20.434
Si 46.976 -4.98 -2.917
Si 50.093 -1.588 -3.072
Si 40.358 7.304 -7.359
Si 40.423 -5.765 18.76
Si 49.856 7.767 -4.46
Si 31.41 5.443 19.39
Si 38.956 -5.302 -5.858
Si 39.31 4.135 19.221
Si 46.418 -5.794 -6.608
Si 35.133 3.92 -4.761
Si 33.331 -3.576 20.422
Si 38.898 8.159 -4.674
Si 51.775 -1.43 -5.702
Si 40.127 -2.909 18.359
Si 45.788 -5.434 18.201
Si 39.586 -0.915 -2.524
Si 48.422 -3.341 -6.869
Si 45.897 0.73 -2.107
Si 46.995 -7.57 -4.096
Si 40.647 -7.56 -2.218
Si 33.746 -7.95 19.387
Si 53.648 7.324 -6.246
Si 48.148 4.869 -1.63
Si 51.09 -4.263 -6.488
Si 42.19 3.579 20.355
Si 37.575 1.651 19.234
Si 51.869 -7.761 -2.195
Si 45.912 2.225 18.739
Si 41.625 -0.246 -4.183
Si 48.2 0.462 -4.13
Si 43.134 -5.697 -2.285
Si 46.477 4.554 -6.322
Si 43.107 -4.524 19.611
Si 48.846 4.94 -4.592
Si 50.135 -0.927 -0.083
Si 52.881 1.923 0.116
Si 50.415 3.915 0.189
Si 52.971 6.662 0.01
Si 50.322 9.953 -0.032
Si 53.562 12.045 0.227
Si 56.247 -1.915 0.098
Si 58.36 1.627 0.157
Si 56.289 4.053 0.243
Si 58.732 6.859 0.602
Si 55.823 9.797 0.061
Si 58.593 12.265 0.222
Si 61.457 -1.484 0.218
Si 63.968 1.468 0.256
Si 61.663 3.662 0.194
Si 63.883 6.889 0.831
Si 61.904 9.373 0.647
Si 64.634 11.905 0.458
Si 51.827 0.082 1.254
Si 54.543 2.902 1.433
Si 51.664 5.444 1.479
Si 54.543 8.079 1.222
Si 51.828 10.983 1.395
Si 54.68 -2.792 1.612
Si 57.245 -0.097 1.316
Si 60.029 2.607 1.525
Si 57.297 5.48 1.771
Si 60.138 8.249 1.789
Si 57.334 10.812 1.573
Si 60.106 -2.847 1.567
Si 62.845 -0.149 1.582
Si 65.523 2.596 1.615
Si 62.624 5.229 1.789
Si 65.498 8.036 2.015
Si 62.994 10.921 1.902
Si 65.712 -2.859 1.787
Si 50.401 1.352 2.73
Si 53.125 4.152 2.829
Si 50.329 6.887 2.707
Si 53.17 9.469 2.666
Si 50.381 12.341 2.649
Si 53.163 -1.324 2.686
Si 55.846 1.313 2.708
Si 58.704 4.007 2.959
Si 55.789 6.843 2.874
Si 58.652 9.529 3.03
Si 55.964 12.148 2.97
Si 58.651 -1.405 2.808
Si 61.383 1.214 2.919
Si 64.143 3.937 3.048
Si 61.32 6.681 3.12
Si 64.154 9.451 3.317
Si 61.416 12.203 3.061
Si 64.192 -1.473 3.009
Si 49.034 -0.048 4.053
Si 51.759 2.713 4.113
Si 49.006 5.508 4.091
Si 51.757 8.173 4.072
Si 49.02 10.926 4.023
Si 51.763 -2.683 4.046
Si 54.489 0.001 4.12
Si 57.232 2.618 4.178
Si 54.456 5.465 4.232
Si 57.204 8.137 4.274
Si 54.482 10.788 4.168
Si 57.302 -2.742 4.249
Si 59.971 -0.093 4.281
Si 62.727 2.569 4.355
Si 59.951 5.336 4.434
Si 62.696 8.036 4.497
Si 60 10.862 4.4
Si 62.752 -2.758 4.416
Si 50.3 -1.388 10.818
Si 52.955 1.265 11.015
Si 50.264 3.981 10.924
Si 52.958 6.76 10.913
Si 50.251 9.491 10.917
Si 52.946 -4.116 10.914
Si 55.65 -1.405 11.059
Si 58.476 1.256 11.085
Si 55.73 4.01 10.991
Si 58.414 6.662 11.011
Si 55.708 9.471 10.958
Si 58.404 -4.146 11.116
Si 61.186 -1.487 11.265
Si 63.907 1.213 11.387
Si 61.211 3.935 11.239
Si 63.891 6.685 11.251
Si 61.167 9.426 11.132
Si 63.903 -4.17 11.306
Si 51.534 -0.121 12.367
Si 54.352 2.649 12.317
Si 51.641 5.342 12.253
Si 54.312 8.124 12.263
Si 51.604 10.859 12.298
Si 54.177 -2.755 12.365
Si 57.019 -0.029 12.4
Si 59.857 2.494 12.543
Si 57.05 5.346 12.414
Si 59.724 8.041 12.35
Si 56.942 10.849 12.413
Si 59.803 -2.901 12.559
Si 62.509 -0.179 12.749
Si 65.285 2.603 12.724
Si 62.577 5.294 12.631
Si 65.138 8.105 12.658
Si 62.507 10.737 12.579
Si 65.181 -2.792 12.754
Si 50.066 1.191 13.68
Si 53.041 4.03 13.664
Si 50.175 6.658 13.511
Si 52.998 9.489 13.651
Si 50.163 -4.08 13.574
Si 52.803 -1.492 13.857
Si 55.638 1.33 13.78
Si 58.401 3.863 13.716
Si 55.615 6.793 13.674
Si 58.325 9.401 13.651
Si 55.432 -4.138 13.751
Si 58.351 -1.447 13.693
Si 61.162 1.178 14.121
Si 63.925 3.92 14.125
Si 61.067 6.722 13.736
Si 63.739 9.435 14.107
Si 61.122 -4.359 14.001
Si 63.76 -1.576 14.236
Si 48.737 -0.136 15.223
Si 51.532 2.587 14.778
Si 48.806 5.417 15.017
Si 51.568 8.045 14.768
Si 48.688 10.855 14.739
Si 51.334 -2.878 15.258
Si 54.25 -0.081 15.097
Si 57.045 2.643 15.206
Si 54.407 5.411 15.125
Si 56.915 8.192 15.032
Si 54.122 10.848 15.275
Si 56.887 -2.765 14.933
Si 59.633 -0.282 15.268
Si 62.596 2.512 15.583
Si 59.783 5.228 14.96
Si 62.169 8.069 15.312
Si 59.627 10.539 15.205
Si 62.34 -3.116 15.617
Si 49.628 -1.871 16.655
Si 52.939 1.483 16.238
Si 50.468 4.144 16.08
Si 52.633 6.531 16.208
Si 50.068 9.391 15.868
Si 52.153 -4.699 16.56
Si 55.844 -1.251 16.381
Si 58.077 0.958 16.522
Si 56.159 4.446 16.496
Si 58.289 6.606 16.046
Si 55.935 9.892 16.455
Si 58.162 -4.267 16.131
Si 60.393 -2.142 16.551
Si 46.882 0.846 16.34
Si 61.247 4.206 16.529
Si 63.384 6.504 16.477
Si 60.326 8.821 16.793
Si 63.756 -4.365 17.258
Si 61.143 1.494 -6.729
Si 67.891 -4.817 -6.058
Si 63.955 -7.713 -3.703
Si 57.991 4.116 -5.431
Si 59.903 0.194 -1.862
Si 54.935 -1.693 19.194
Si 47.503 5.9 19.129
Si 67.014 -7.249 -4.402
Si 62.45 -4.953 -3.787
Si 59.629 -2.628 -6.638
Si 60.517 -1.666 19.549
Si 50.617 2.425 -4.303
Si 60.01 2.317 18.56
Si 60.567 5.72 -1.391
Si 54.614 8.152 -3.505
Si 56.263 0.244 -5.31
Si 56.658 -3.818 -3.928
Si 60.917 3.873 -4.989
Si 49.29 -0.839 19.575
Si 65.632 2.579 -7.376
Si 63.459 -2.682 -1.914
Si 62.004 1.398 -3.878
Si 55.16 3.795 -4.344
Si 56.093 -7.213 19.259
Si 65.609 4.553 -5.192
Si 44.674 5.232 20.351
Si 48.478 -5.602 19.887
Si 49.972 4.22 18.973
Si 52.51 5.845 19.001
Si 53.143 1.974 -2.888
Si 51.299 -4.646 19.453
Si 54.98 5.652 -1.971
Si -61.023 -3.767 -3.795
Si 65.463 -0.608 -7.21
Si -61.481 0.372 -6.491
Si 53.763 -0.624 -4.061
Si 62.063 -4.353 -6.823
Si 67.081 4.977 -2.538
Si 63.031 5.917 -4.587
Si 56.873 -6.589 -2.996
Si 56.985 -3.937 -6.955
Si 67.77 6.633 -6.187
Si 66.609 -0.434 -4.578
Si 63.394 6.532 -1.811
Si 53.055 0.869 19.103
Si 54.236 3.315 18.207
Si 67.884 7.783 -1.747
Si 62.385 0.554 19.289
Si 58.42 -1.225 -4.114
Si -62.527 -1.682 -2.449
Si 60.418 -5.79 -1.73
Si 58.835 7.835 -2.147
Si 59.031 -7.252 19.504
Si 64.589 0.238 -2.591
Si 67.471 -1.991 0.446
Si 69.5 1.443 0.532
Si 67.221 3.624 0.308
Si 69.882 6.373 0.256
Si 66.614 9.527 0.643
Si 69.575 12.044 0.926
Si 72.486 -1.863 0.647
Si -56.276 1.947 0.405
Si 72.075 4.123 0.736
Si -55.654 6.652 0.356
Si 71.701 9.874 0.379
Si -55.856 12.207 0.605
Si -53.253 -1.589 0.318
Si -50.689 1.339 0.26
Si -52.897 3.653 0.269
Si -50.501 6.905 0.802
Si -52.732 9.025 0.589
Si -49.979 11.765 0.429
Si 68.328 -0.202 1.743
Si 70.814 2.659 2.007
Si 68.251 5.294 1.651
Si 70.824 8.064 1.662
Si 68.119 10.657 2.044
Si 70.96 -2.868 2.102
Si -57.092 0.021 1.685
Si -54.489 2.708 1.754
Si -56.947 5.392 1.897
Si -54.342 7.933 1.855
Si -57.142 10.713 1.822
Si -54.343 -2.904 1.883
Si -51.792 -0.208 1.631
Si -48.997 2.546 1.432
Si -51.782 5.232 1.741
Si -48.973 8.165 1.977
Si -51.593 10.705 1.792
Si -48.918 -2.789 1.606
Si 66.829 1.183 3.03
Si 69.439 4.027 3.255
Si 66.91 6.606 3.156
Si 69.508 9.261 3.249
Si 66.842 12.117 3.333
Si 69.57 -1.441 3.302
Si -58.382 1.228 3.247
Si -55.675 4.017 3.279
Si -58.346 6.809 3.147
Si -55.724 9.36 3.146
Si -58.298 12.05 3.378
Si -55.704 -1.383 3.112
Si -53.111 1.216 3.035
Si -50.28 3.905 2.969
Si -53.044 6.575 3.228
Si -50.329 9.466 3.317
Si -52.948 12.078 3.165
Si -50.338 -1.48 2.996
Si 65.455 -0.111 4.452
Si 68.081 2.588 4.516
Si 65.45 5.292 4.472
Si 68.156 7.964 4.626
Si 65.454 10.803 4.682
Si 68.186 -2.811 4.634
Si -59.704 -0.078 4.67
Si -57.035 2.612 4.589
Si -59.707 5.4 4.545
Si -57.042 8.084 4.613
Si -59.74 10.696 4.631
Si -56.975 -2.78 4.591
Si -54.37 -0.087 4.535
Si -51.667 2.579 4.38
Si -54.355 5.323 4.672
Si -51.696 8.019 4.553
Si -54.353 10.749 4.513
Si -51.627 -2.816 4.48
Si 66.639 -1.424 11.455
Si 69.399 1.216 11.406
Si 66.651 3.946 11.34
Si 69.385 6.692 11.383
Si 66.582 9.446 11.337
Si 69.371 -4.118 11.391
Si -58.417 -1.444 11.44
Si -55.661 1.274 11.447
Si -58.405 3.972 11.397
Si -55.675 6.753 11.393
Si -58.377 9.463 11.429
Si -55.683 -4.183 11.468
Si -52.949 -1.437 11.44
Si -50.27 1.296 11.345
Si -52.974 4.002 11.428
Si -50.275 6.713 11.373
Si -52.99 9.477 11.441
Si -50.277 -4.121 11.4
Si 68.04 -0.08 12.861
Si 70.778 2.586 12.724
Si 67.993 5.31 12.707
Si 70.784 8.072 12.684
Si 67.898 10.878 12.669
Si 70.761 -2.812 12.796
Si -57.049 -0.075 12.802
Si -54.284 2.623 12.838
Si -57.011 5.349 12.714
Si -54.398 8.152 12.811
Si -57.059 10.818 12.887
Si -54.287 -2.838 12.8
Si -51.563 -0.06 12.786
Si -48.936 2.714 12.647
Si -51.641 5.394 12.801
Si -48.857 8.068 12.677
Si -51.637 10.861 12.815
Si -48.928 -2.712 12.741
Si 66.644 1.342 14.192
Si 69.393 3.926 14.053
Si 66.513 6.711 13.913
Si 69.352 9.521 13.86
Si 66.505 -4.135 14.131
Si 69.438 -1.484 14.211
Si 72.153 1.315 14.162
Si -55.663 4.035 14.142
Si 72.164 6.69 14.034
Si -55.712 9.481 14.309
Si 72.08 -4.151 14.235
Si -55.689 -1.503 14.105
Si -52.863 1.273 14.213
Si -50.245 4.013 14.136
Si -53.038 6.803 14.142
Si -50.199 9.438 14.017
Si -52.966 -4.103 14.315
Si -50.253 -1.384 14.237
Si 65.241 -0.13 15.445
Si 68.046 2.766 15.606
Si 65.249 5.437 15.44
Si 67.964 8.118 15.043
Si 65.089 10.822 15.528
Si 67.943 -2.835 15.508
Si 70.831 -0.059 15.561
Si 73.539 2.698 15.524
Si 70.804 5.276 15.329
Si 73.38 8.048 15.532
Si 70.579 10.762 15.43
Si 73.469 -2.752 15.57
Si -54.248 -0.195 15.421
Si -51.525 2.651 15.646
Si -54.35 5.415 15.551
Si -51.62 8.192 15.416
Si -54.365 10.869 15.763
Si -51.58 -2.713 15.764
Si 66.874 -1.151 16.759
Si 69.204 1.056 16.824
Si 67.07 4.645 16.782
Si 69.333 6.76 16.312
Si 66.819 9.565 16.428
Si 68.957 -4.492 16.818
Si 72.58 -0.995 16.889
Si 74.892 1.128 16.634
Si 72.319 4.245 16.849
Si 74.555 6.49 16.868
Si 71.482 8.973 16.623
Si 74.861 -3.885 17.09
Si -53.368 -1.668 17.083
Si 64.157 1.177 17.031
Si -52.761 4.279 16.882
Si -50.574 6.545 16.678
Si -52.512 9.84 16.869
Si -50.179 -4.33 16.809
Si -62.145 -3.854 19.693
Si -44.333 -5.177 -2.133
Si -47.652 -7.469 -4.217
Si -59.792 2.274 -4.625
Si -55.064 0.184 -1.533
Si -58.533 -1.463 20.003
Si 63.892 7.437 19.299
Si -50.5 -7.692 -3.197
Si -52.424 -5.468 -3.495
Si -54.192 -1.56 -5.969
Si -53.093 -1.57 20.131
Si -60.223 0.503 -2.308
Si -53.808 2.326 18.974
Si -54.262 5.138 -2.131
Si 65.878 3.039 19.031
Si -58.119 -3.489 -4.134
Si 63.118 -5.893 20.018
Si -55.373 4.772 -4.841
Si 65.707 -2.661 19.103
Si -46.416 0.23 -6.912
Si -51.52 -3.09 -1.864
Si -52.948 0.258 -3.922
Si -58.974 7.292 -6.909
Si -58.534 -6.982 19.53
Si -49.624 4.683 -5.471
Si -60.259 -6.4 -6.915
Si -59.38 -5.996 -4.031
Si -54.523 6.953 -6.656
Si -52.772 -6.786 -6.408
Si -60.864 5.161 -4.259
Si -57.049 2.588 -5.821
Si -58.766 7.33 -3.861
Si -43.916 -5.982 -6.032
Si -57.233 -4.271 19.983
Si -53.407 -6.82 19.775
Si -57.843 -1.24 -2.187
Si -61.307 7.965 20.377
Si -47.862 4.42 -3.097
Si -49.513 6.354 -1.794
Si -57.151 -7.906 -1.579
Si 66.571 -7.996 19.137
Si -47.984 7.175 -6.672
Si -45.263 0.836 -4.068
Si -51.662 5.959 -3.669
Si -60.237 0.974 19.809
Si -58.574 3.417 19.865
Si -45.93 -7.89 -1.711
Si -50.848 1.566 19.703
Si -56.965 -1.903 -6.439
Si -47.373 -0.582 -2.606
Si -54.668 -6.035 -1.591
Si -54.17 2.289 -5.809
Si -55.906 7.646 19.742
Si -50.27 -0.295 -2.48
Si -47.226 -1.637 0.339
Si -44.912 1.578 0.335
Si -47.385 3.556 -0.052
Si -44.495 6.377 0.151
Si -47.772 9.632 0.606
Si -45.088 12.462 0.537
Si -41.938 -1.354 0.09
Si -40.052 1.979 0.185
Si -42.276 4.172 0.596
Si -39.631 6.962 0.585
Si -41.912 9.12 0.515
Si -39.769 12.657 0.363
Si -37.073 -1.524 0.332
Si -34.47 1.546 0.076
Si -36.491 3.996 0.223
Si -34.417 7.33 0.242
Si -36.837 9.283 0.48
Si -33.759 11.906 0.164
Si -46.107 -0.048 1.637
Si -43.604 2.75 1.847
Si -46.291 5.303 1.346
Si -43.568 7.985 1.683
Si -46.248 10.883 1.839
Si -43.486 -2.559 1.593
Si -40.901 0.187 1.546
Si -38.214 2.854 1.437
Si -40.848 5.461 1.863
Si -38.129 8.081 1.936
Si -40.857 10.918 1.594
Si -38.259 -2.736 1.864
Si -35.564 -0.046 1.433
Si -32.737 2.591 1.387
Si -35.322 5.514 1.536
Si -32.829 8.248 1.718
Si -35.487 10.908 1.513
Si -32.649 -2.811 1.475
Si -47.631 1.265 2.911
Si -45.06 4.096 3.026
Si -47.532 6.644 2.964
Si -44.892 9.416 3.043
Si -47.633 12.241 3.142
Si -44.825 -1.343 3.083
Si -42.236 1.335 3.082
Si -39.44 4.058 3.051
Si -42.242 6.777 3.175
Si -39.523 9.58 3.063
Si -42.227 12.265 2.956
Si -39.583 -1.213 3.009
Si -36.888 1.362 2.814
Si -33.987 4.053 2.83
Si -36.704 6.676 3.083
Si -34.19 9.58 3.029
Si -36.796 12.186 3.001
Si -34.095 -1.399 2.77
Si -48.978 -0.079 4.346
Si -46.354 2.66 4.365
Si -48.948 5.32 4.356
Si -46.251 8.048 4.395
Si -48.958 10.879 4.559
Si -46.231 -2.715 4.429
Si -43.546 -0.004 4.477
Si -40.821 2.685 4.381
Si -43.637 5.386 4.432
Si -40.859 8.191 4.433
Si -43.55 10.858 4.356
Si -40.884 -2.689 4.339
Si -38.142 0.049 4.328
Si -35.434 2.696 4.171
Si -38.09 5.369 4.429
Si -35.425 8.125 4.392
Si -38.117 10.854 4.408
Si -35.402 -2.73 4.246
Si -47.596 -1.397 11.286
Si -44.842 1.327 11.216
Si -47.549 4.055 11.304
Si -44.88 6.755 11.201
Si -47.554 9.476 11.297
Si -44.874 -4.122 11.165
Si -42.141 -1.36 11.148
Si -39.404 1.299 11.1
Si -42.128 4.026 11.101
Si -39.41 6.718 11.044
Si -42.158 9.482 11.12
Si -39.415 -4.133 11.097
Si -36.731 -1.477 11.141
Si -33.954 1.251 11.099
Si -36.678 3.987 11.087
Si -33.956 6.703 11.067
Si -36.684 9.439 11.059
Si -34.016 -4.182 11.086
Si -46.182 -0.041 12.581
Si -43.462 2.729 12.524
Si -46.163 5.416 12.663
Si -43.493 8.127 12.482
Si -46.171 10.876 12.61
Si -43.496 -2.76 12.46
Si -40.776 0.012 12.491
Si -38.002 2.613 12.448
Si -40.699 5.325 12.412
Si -38.049 8.064 12.367
Si -40.796 10.861 12.435
Si -38.06 -2.866 12.526
Si -35.328 -0.115 12.431
Si -32.51 2.557 12.426
Si -35.275 5.322 12.411
Si -32.619 8.019 12.482
Si -35.357 10.772 12.464
Si -32.634 -2.835 12.414
Si -47.517 1.371 13.908
Si -44.728 4.08 13.978
Si -47.502 6.739 14.094
Si -44.781 9.49 13.916
Si -47.476 -4.037 14.007
Si -44.764 -1.409 13.879
Si -42.052 1.462 13.887
Si -39.347 3.955 13.802
Si -42.068 6.707 13.681
Si -39.423 9.443 13.67
Si -42.153 -4.099 13.81
Si -39.468 -1.446 13.774
Si -36.614 1.268 13.802
Si -33.853 3.944 13.733
Si -36.701 6.671 13.698
Si -34.025 9.37 13.814
Si -36.714 -4.282 13.92
Si -34 -1.489 13.779
Si -48.777 0.069 15.394
Si -46.151 2.72 15.249
Si -48.87 5.384 15.492
Si -46.074 8.141 15.35
Si -48.824 10.848 15.286
Si -46.049 -2.693 15.374
Si -43.425 0.054 15.121
Si -40.646 2.753 15.342
Si -43.238 5.449 15.227
Si -40.692 8.032 14.968
Si -43.338 10.824 15.245
Si -40.928 -2.688 15.188
Si -38.045 -0.088 15.046
Si -35.15 2.57 15.115
Si -37.933 5.255 15.104
Si -35.46 8.012 15.128
Si -38.204 10.629 15.221
Si -35.284 -2.882 15.217
Si -47.12 -0.989 16.635
Si -44.928 1.185 16.48
Si -47.572 3.822 16.736
Si -44.304 7.083 16.481
Si -47.22 9.777 16.59
Si -44.895 -4.369 16.581
Si -41.93 -0.988 16.543
Si -39.498 1.019 16.471
Si -41.58 4.52 16.664
Si -39.317 6.693 16.284
Si -42.054 9.22 16.418
Si -39.376 -3.945 16.354
Si -37.063 -1.768 16.315
Si -49.769 1.576 16.921
Si -36.326 4.095 16.404
Si -34.23 6.378 16.245
Si -37.167 8.97 16.535
Si -33.675 -4.172 16.379
Si -45.106 -3.588 19.477
Si -30.235 -3.396 -4.173
Si -34.48 -7.337 -4.636
Si -42.305 1.64 -6.884
Si -38.611 0.101 -1.657
Si -42.766 -1.806 19.448
Si -48.764 6.873 18.892
Si -31.816 -6.905 -5.858
Si -36.623 -5.03 -3.861
Si -37.323 -1.779 -6.651
Si -36.206 -2.389 18.978
Si -41.315 -0.972 -6.273
Si -37.337 2.043 18.555
Si -38.171 5.554 -1.847
Si -46.232 5.887 18.449
Si -45.757 -3.007 -3.935
Si -43.457 -3.041 -5.751
Si -37.176 5.805 -4.516
Si -48.176 -2.824 18.838
Si -30.198 2.147 -6.68
Si -35.337 -2.84 -1.978
Si -36.739 1.229 -3.528
Si -42.648 5.262 -5.146
Si -40.965 -6.655 19.232
Si -29.362 4.953 -5.534
Si -49.936 4.52 20.35
Si -46.834 -5.109 -5.654
Si -36.379 8.056 -6.574
Si -37.125 -5.506 -6.651
Si -45.344 3.873 -4.943
Si -41.454 2.68 -4.059
Si -42.246 -7.965 -4.763
Si -29.533 -6.259 -3.932
Si -40.34 -3.733 19.415
Si -35.534 -5.411 18.455
Si -43.019 0.689 -2.133
Si -34.926 -3.504 -6.907
Si -29.458 2.829 -1.736
Si -32.646 6.133 -1.811
Si -41.75 -6.344 -2.291
Si -47.653 -7.012 19.654
Si -31.121 6.668 -6.905
Si -29.582 1.109 -3.999
Si -34.32 5.984 -4.201
Si -33.64 5.277 -7.243
Si -43.267 2.808 18.718
Si -30.113 7.862 -1.73
Si -34.755 0.141 18.917
Si -38.922 -0.537 -4.508
Si -31.368 -0.962 -2.766
Si -38.712 -5.56 -1.618
Si -38.607 3.519 -3.783
Si -32.06 -4.077 -6.647
Si -34.157 0.038 -2.726
Si -30.97 -1.732 0.198
Si -28.537 1.019 0.514
Si -31.443 4.186 0.218
Si -28.28 6.315 0.274
Si -31.581 9.724 0.438
Si -28.616 12.545 0.271
Si -26.336 -1.118 0.39
Si -23.936 1.751 0.179
Si -26.096 4.028 0.651
Si -23.576 6.647 0.359
Si -25.704 9.043 0.33
Si -23.539 12.106 -0.003
Si -20.611 -1.325 0.037
Si -18.199 1.735 -0.051
Si -20.586 3.756 0.149
Si -17.974 6.845 0.493
Si -20.16 8.897 0.077
Si -17.581 11.602 0.183
Si -30.046 -0.2 1.721
Si -27.474 2.627 1.807
Si -30.017 5.4 1.61
Si -27.34 8.004 1.591
Si -29.901 10.927 1.501
Si -27.319 -2.681 1.809
Si -24.713 0.038 1.556
Si -22.09 2.606 1.479
Si -24.653 5.312 1.884
Si -21.85 7.902 1.407
Si -24.614 10.73 1.538
Si -22.052 -2.757 1.265
Si -19.256 0.088 1.317
Si -16.543 2.854 1.156
Si -19.366 5.309 1.507
Si -16.494 8.178 1.66
Si -19.203 10.587 1.476
Si -16.396 -2.885 1.149
Si -31.444 1.272 2.877
Si -28.79 4.036 3.069
Si -31.385 6.807 2.914
Si -28.662 9.465 2.867
Si -31.307 12.212 2.924
Si -28.695 -1.423 3.165
Si -26.01 1.292 3.045
Si -23.212 3.95 3.026
Si -26 6.768 3.069
Si -23.15 9.387 2.79
Si -25.922 12.135 2.915
Si -23.253 -1.382 2.761
Si -20.608 1.305 2.786
Si -17.838 4.031 2.734
Si -20.596 6.665 2.919
Si -17.858 9.467 2.989
Si -20.601 12.156 2.599
Si -17.776 -1.396 2.475
Si -32.783 -0.08 4.234
Si -30.108 2.608 4.322
Si -32.674 5.377 4.269
Si -30.017 8.141 4.264
Si -32.708 10.878 4.296
Si -30.048 -2.815 4.406
Si -27.302 -0.059 4.415
Si -24.594 2.621 4.338
Si -27.348 5.371 4.361
Si -24.538 8.13 4.259
Si -27.294 10.791 4.256
Si -24.549 -2.768 4.184
Si -21.875 -0.088 4.154
Si -19.174 2.662 4.089
Si -21.876 5.342 4.313
Si -19.198 8.047 4.222
Si -21.839 10.824 4.106
Si -19.148 -2.762 3.894
Si -31.268 -1.473 11.055
Si -28.512 1.277 11.007
Si -31.21 3.981 11.097
Si -28.565 6.672 11.025
Si -31.301 9.412 11.088
Si -28.557 -4.182 11.006
Si -25.866 -1.414 10.97
Si -23.051 1.28 10.932
Si -25.793 4.001 10.978
Si -23.084 6.716 10.83
Si -25.854 9.46 10.934
Si -23.067 -4.146 10.859
Si -20.335 -1.389 10.914
Si -17.642 1.361 10.811
Si -20.327 4.057 10.867
Si -17.637 6.813 10.775
Si -20.351 9.515 10.835
Si -17.596 -4.025 10.834
Si -29.795 -0.156 12.339
Si -27.129 2.641 12.355
Si -29.825 5.314 12.485
Si -27.182 8.062 12.274
Si -29.887 10.77 12.376
Si -27.195 -2.82 12.343
Si -24.468 -0.044 12.269
Si -21.624 2.65 12.231
Si -24.362 5.364 12.256
Si -21.729 8.104 12.109
Si -24.472 10.87 12.193
Si -21.653 -2.856 12.205
Si -18.942 0.018 12.224
Si -16.281 2.764 12.097
Si -18.928 5.444 12.181
Si -16.351 8.286 12.079
Si -18.926 10.884 12.143
Si -16.267 -2.62 12.225
Si -31.071 1.166 13.725
Si -28.372 3.974 13.835
Si -31.209 6.657 13.83
Si -28.547 9.333 13.683
Si -31.228 -4.182 13.731
Si -28.486 -1.483 13.777
Si -25.717 1.368 13.727
Si -22.95 3.999 13.576
Si -25.721 6.77 13.552
Si -23.092 9.479 13.408
Si -25.822 -4.184 13.643
Si -23.159 -1.584 13.433
Si -20.253 1.333 13.63
Si -17.544 4.079 13.545
Si -20.294 6.855 13.46
Si -17.662 9.558 13.597
Si -20.162 -4.107 13.576
Si -17.555 -1.218 13.644
Si -32.505 -0.171 15.018
Si -29.659 2.454 15.136
Si -32.489 5.225 15.17
Si -29.816 7.978 15.182
Si -32.525 10.668 15.051
Si -29.912 -2.794 15.158
Si -26.967 -0.167 15.034
Si -24.27 2.762 15.076
Si -26.877 5.415 15.054
Si -24.409 8.217 14.851
Si -27.13 10.693 14.939
Si -24.425 -2.886 14.989
Si -21.764 -0.2 14.609
Si -18.822 2.701 15.033
Si -21.528 5.414 14.794
Si -19.112 8.243 14.961
Si -21.597 10.695 14.665
Si -18.838 -2.637 14.999
Si -31.628 -1.771 16.498
Si -28.089 1.211 16.5
Si -31.209 3.606 16.421
Si -28.093 6.89 16.388
Si -30.974 9.579 16.468
Si -28.732 -4.522 16.167
Si -25.364 -1.255 16.399
Si -23.149 0.933 16.043
Si -25 4.677 16.348
Si -22.851 6.912 15.938
Si -25.981 9.203 16.347
Si -22.822 -4.253 15.984
Si -20.796 -1.782 15.986
Si -33.465 1.454 16.353
Si -20.009 4.313 16.213
Si -17.873 6.618 16.02
Si -20.804 9.276 16.359
Si -17.402 -3.93 16.385
Si -28.779 -3.849 18.967
Si -14.154 -3.297 -4.855
Si -18.541 -6.657 -4.64
Si -24.878 2.865 -3.564
Si -22.303 0.378 -2.039
Si -28.424 0.133 19.36
Si -33.544 6.794 19.073
Si -13.749 -6.29 -4.518
Si -19.308 -3.864 -4.343
Si -21.175 -1.948 -7.107
Si -20.634 -1.797 18.902
Si -26.502 0.675 -4.379
Si -21.355 2.336 18.196
Si -22.817 4.683 -1.964
Si -29.07 4.792 18.513
Si -27.151 -2.46 -4.328
Si -26.336 -2.73 -7.333
Si -20.428 6.503 -6.334
Si -30.845 -1.665 19.298
Si -15.504 1.698 -4.959
Si -18.742 -3.023 -1.787
Si -20.374 1.872 -3.674
Si -26.543 6.027 -6.565
Si -23.929 -6.092 18.388
Si -14.513 3.994 -6.907
Si -25.572 -7.524 -7.262
Si -26.681 -6.666 -4.625
Si -22.498 -7.446 -6.746
Si -21.288 -5.74 -4.797
Si -27.496 4.416 -3.179
Si -24.337 1.653 -6.111
Si -26.156 6.898 -3.826
Si -16.14 -6.747 -6.512
Si -16.825 0.226 -7.179
Si -19.746 -4.812 18.332
Si -26.164 -3.35 -1.567
Si -18.315 -2.33 -6.619
Si -13.31 4.542 -4.415
Si -15.712 5.593 -3.02
Si -24.955 -7.197 -2.435
Si -31.597 -7.584 19.519
Si -23.895 2.318 19.975
Si -12.9 1.639 -3.363
Si -18.444 6.821 -4.107
Si -26.436 -2.053 19.317
Si -26.42 3.094 18.369
Si -13.867 8 -2.077
Si -18.965 0.47 19.003
Si -22.153 -0.04 -4.993
Si -16.079 -1.738 -2.842
Si -22.077 -6.091 -1.852
Si -20.712 4.967 -3.943
Si -23.734 8.006 20.338
Si -17.491 1.01 -3.034
Si -14.589 -1.987 -0.181
Si -12.224 1.048 -0.3
Si -15.772 4.705 -0.204
Si -11.95 6.486 -0.203
Si -15.296 9.624 0.285
Si -12.338 12.187 0.225
Si -9.914 -1.078 -0.114
Si -7.451 2.059 -0.126
Si -9.75 4.213 0.205
Si -6.477 6.195 -0.086
Si -10.079 9.993 -0.15
Si -6.444 11.817 0.021
Si -4.53 -1.393 -0.121
Si -1.958 1.831 -0.329
Si -4.112 4.107 0.244
Si -1.909 7.501 -0.037
Si -4.217 -6.726 0.219
Si -1.17 -4.279 -0.187
Si -13.724 -0.137 1.09
Si -11.189 2.676 1.171
Si -13.795 5.487 1.01
Si -10.978 8.196 1.138
Si -13.741 10.85 1.504
Si -10.938 -2.646 1.324
Si -8.338 0.179 1.097
Si -5.673 2.774 1.321
Si -8.204 5.486 1.386
Si -5.622 8.054 1.22
Si -8.289 10.881 1.165
Si -5.575 -2.784 1.375
Si -2.971 0.083 0.975
Si -0.126 2.831 0.894
Si -2.745 5.667 1.258
Si -0.148 8.38 1.255
Si -2.75 -5.292 1.292
Si -0.082 -2.714 1.203
Si -15.113 1.354 2.394
Si -12.528 4.082 2.476
Si -14.976 6.76 2.667
Si -12.317 9.432 2.658
Si -15.116 12.257 2.745
Si -12.358 -1.315 2.628
Si -9.715 1.413 2.556
Si -6.908 4.124 2.753
Si -9.58 6.944 2.586
Si -6.987 9.472 2.547
Si -9.527 12.3 2.59
Si -6.984 -1.269 2.493
Si -4.249 1.345 2.515
Si -1.327 4.214 2.439
Si -4.187 6.859 2.654
Si -1.429 -6.639 2.691
Si -4.095 12.34 2.679
Si -1.5 -1.23 2.385
Si -16.429 -0.006 3.85
Si -13.783 2.693 3.873
Si -16.399 5.409 4.007
Si -13.658 8.121 4.044
Si -16.435 10.908 4.139
Si -13.7 -2.678 3.998
Si -10.994 0.045 3.958
Si -8.321 2.729 3.959
Si -11.023 5.461 3.804
Si -8.268 8.222 4.025
Si -10.932 10.903 3.907
Si -8.242 -2.631 3.941
Si -5.564 0.005 3.895
Si -2.784 2.801 3.75
Si -5.501 5.489 4.018
Si -2.812 8.256 3.956
Si -5.53 10.883 3.87
Si -2.746 -2.565 3.919
Si -14.939 -1.286 10.819
Si -12.233 1.374 10.747
Si -14.92 4.127 10.767
Si -12.266 6.856 10.641
Si -14.969 9.637 10.752
Si -12.282 -4 10.67
Si -9.53 -1.275 10.743
Si -6.798 1.414 10.623
Si -9.504 4.09 10.607
Si -6.778 6.814 10.589
Si -9.554 9.594 10.632
Si -6.806 -3.986 10.698
Si -4.079 -1.326 10.74
Si -1.372 1.416 10.723
Si -4.082 4.122 10.673
Si -1.358 6.885 10.629
Si -4.1 9.569 10.641
Si -1.4 -4 10.663
Si -13.573 0.079 12.193
Si -10.835 2.771 12.007
Si -13.539 5.522 12.072
Si -10.922 8.232 11.946
Si -13.602 11.024 12.102
Si -10.932 -2.674 12.037
Si -8.136 0.141 12.044
Si -5.405 2.695 12.011
Si -8.069 5.388 11.912
Si -5.454 8.171 11.956
Si -8.216 10.977 11.971
Si -5.42 -2.697 12.117
Si -2.703 0.014 12.119
Si 0.043 2.792 12.014
Si -2.704 5.518 11.981
Si -0.051 8.245 12.039
Si -2.765 -5.382 12.007
Si -0.059 -2.589 11.986
Si -14.917 1.543 13.52
Si -12.139 4.132 13.38
Si -14.923 6.977 13.309
Si -12.211 9.631 13.361
Si -14.895 -3.941 13.587
Si -12.182 -1.322 13.496
Si -9.445 1.539 13.439
Si -6.72 4.054 13.359
Si -9.506 6.767 13.079
Si -6.889 9.534 13.212
Si -9.587 -4.038 13.375
Si -6.772 -1.227 13.365
Si -4.076 1.361 13.454
Si -1.319 4.169 13.327
Si -4.072 6.854 13.344
Si -1.468 9.581 13.401
Si -4.097 -4.146 13.499
Si -1.366 -1.36 13.522
Si -16.168 0.214 15.002
Si -13.569 2.984 14.826
Si -16.189 5.649 14.692
Si -13.605 8.32 14.694
Si -16.277 10.962 14.896
Si -13.5 -2.589 15.011
Si -10.812 0.152 14.72
Si -8.049 2.85 14.88
Si -10.676 5.492 14.591
Si -8.239 8.092 14.42
Si -10.807 10.847 14.811
Si -8.296 -2.514 14.566
Si -5.406 0.01 14.888
Si -2.631 2.731 14.683
Si -5.332 5.385 14.682
Si -2.894 8.277 14.816
Si -5.63 -5.571 14.714
Si -2.698 -2.81 14.929
Si -14.52 -0.815 16.296
Si -12.339 1.389 15.965
Si -14.401 4.913 16.007
Si -12.069 6.938 15.717
Si -14.687 9.839 16.173
Si -12.355 -4.328 16.139
Si -9.254 -0.95 16.067
Si -6.939 1.212 16.206
Si -9.03 4.654 16.091
Si -6.829 6.798 15.729
Si -9.776 9 15.924
Si -6.9 -3.892 15.714
Si -4.472 -1.82 16.124
Si -17.36 1.546 16.585
Si -3.639 4.348 16
Si -1.573 6.744 15.964
Si -4.753 9.097 16.169
Si -1.325 -4.277 16.243
Si -12.381 -3.491 19.02
Si 1.66 -3.897 -4.632
Si -2.599 -6.773 -4.29
Si -9.119 3.586 -4.19
Si -5.837 0.523 -2.101
Si -9.886 -1.909 18.967
Si -17.446 7.486 18.872
Si 0.265 -6.487 -5.333
Si -4.365 -4.465 -4.036
Si -4.932 -1.583 -7.049
Si -4.337 -0.449 20.276
Si -10.148 0.895 -4.32
Si -5.808 1.814 19.115
Si -7.117 5.389 -2.904
Si -15.563 3.602 18.395
Si -11.195 -2.866 -5.049
Si -18.034 -6.302 20.224
Si -4.087 5.925 -6.237
Si -15.428 -2.522 18.532
Si -4.713 -2.899 18.894
Si -2.756 -2.655 -2.296
Si -3.717 1.583 -3.852
Si -10.175 6.774 -6.914
Si -8.611 -6.91 18.709
Si 2.696 5.163 -5.022
Si -17.676 4.852 20.149
Si -10.982 -5.938 -5.272
Si -13.015 3.626 19.931
Si -4.122 -5.841 -6.672
Si -10.984 5.947 -4.418
Si -8.359 1.838 -6.371
Si -9.111 -6.438 -3.058
Si 4.299 7.782 -4.349
Si -7.678 -4.066 18.644
Si -3.238 -5.649 18.283
Si -9.284 -1.824 -3.059
Si -10.65 -7.876 20.497
Si 3.16 3.083 -2.873
Si -0.062 6.308 -2.324
Si -8.524 7.33 -4.466
Si -15.371 -7.035 19.24
Si 0.479 6.798 -6.419
Si 3.641 0.305 -3.068
Si -2.467 6.635 -3.839
Si -9.742 0.912 20.023
Si -10.596 2.964 18.14
Si 2.467 8.103 -2.195
Si -0.62 2.427 20.153
Si -6.037 0.206 -5.021
Si 1.101 -1.348 -3.036
Si -7.245 -3.885 -2.829
Si -4.418 4.52 -3.752
Si 0.077 -4.201 -7.022
Si -1.387 0.156 -2.978
Si 1.217 -1.214 5.254
Si 4.018 1.495 5.205
Si 1.312 4.174 5.221
Si 4.054 6.894 5.143
Si 1.354 -6.735 5.233
Si 4.059 -4.006 5.251
Si 6.808 -1.239 5.205
Si 9.518 1.502 5.202
Si 6.772 4.245 5.174
Si 9.507 6.952 5.191
Si 6.769 9.615 5.252
Si 9.567 -3.941 5.208
Si 12.295 -1.297 5.261
Si 15.004 1.448 5.314
Si 12.196 4.22 5.287
Si 14.958 6.905 5.277
Si 12.245 -6.683 5.205
Si 14.982 -3.983 5.295
Si 17.709 -1.33 5.354
Si 20.437 1.413 5.359
Si 17.697 4.124 5.309
Si 20.453 6.842 5.355
Si 17.715 9.592 5.291
Si 20.401 -4.07 5.32
Si 23.155 -1.32 5.359
Si 25.858 1.387 5.411
Si 23.168 4.106 5.344
Si 25.869 6.831 5.39
Si 23.111 9.524 5.454
Si 25.852 -3.974 5.466
Si 28.634 -1.283 5.375
Si 31.338 1.409 5.34
Si 28.617 4.085 5.486
Si 31.379 6.885 5.419
Si 28.624 9.565 5.397
Si 31.289 -4.01 5.415
Si 34.036 -1.326 5.393
Si 36.717 1.464 5.371
Si 34.009 4.141 5.311
Si 36.707 6.821 5.336
Si 34.03 9.568 5.352
Si 36.701 -4.052 5.316
Si 39.468 -1.33 5.362
Si 42.129 1.398 5.337
Si 39.434 4.161 5.244
Si 42.101 6.826 5.316
Si 39.419 9.492 5.35
Si 42.199 -4.093 5.368
Si 44.908 -1.35 5.364
Si 47.66 1.356 5.389
Si 44.869 4.121 5.403
Si 47.588 6.836 5.403
Si 44.869 9.559 5.334
Si 47.626 -4.114 5.428
Si 50.387 -1.374 5.439
Si 53.115 1.349 5.484
Si 50.371 4.102 5.429
Si 53.051 6.808 5.528
Si 50.367 9.541 5.403
Si 53.089 -4.099 5.438
Si 55.845 -1.381 5.519
Si 58.567 1.271 5.612
Si 55.84 4.022 5.528
Si 58.523 6.731 5.67
Si 55.819 9.487 5.609
Si 58.603 -4.087 5.692
Si 61.32 -1.415 5.728
Si 64.04 1.234 5.794
Si 61.347 3.943 5.731
Si 64.065 6.666 5.834
Si 61.293 9.435 5.777
Si 64.012 -4.131 5.891
Si 66.758 -1.447 5.905
Si -61.114 1.288 5.948
Si 66.73 3.931 5.901
Si -61.058 6.661 6.004
Si 66.801 9.388 5.964
Si -61.068 -4.214 5.984
Si -58.362 -1.474 5.99
Si -55.684 1.261 5.954
Si -58.394 3.997 5.929
Si -55.712 6.707 5.984
Si -58.384 9.407 6.022
Si -55.639 -4.166 5.934
Si -52.991 -1.457 5.865
Si -50.321 1.251 5.783
Si -52.945 3.93 5.896
Si -50.273 6.673 5.824
Si -53.027 9.401 5.92
Si -50.316 -4.123 5.921
Si -47.62 -1.384 5.78
Si -44.949 1.355 5.758
Si -47.653 3.995 5.795
Si -44.927 6.749 5.819
Si -47.599 9.428 5.798
Si -44.912 -4.133 5.761
Si -42.209 -1.403 5.783
Si -39.47 1.342 5.745
Si -42.214 4.029 5.727
Si -39.472 6.774 5.72
Si -42.209 9.538 5.773
Si -39.485 -4.053 5.689
Si -36.763 -1.373 5.621
Si -34.106 1.312 5.586
Si -36.711 3.985 5.695
Si -34.018 6.733 5.655
Si -36.786 9.462 5.742
Si -34.055 -4.082 5.645
Si -31.418 -1.408 5.659
Si -28.682 1.309 5.684
Si -31.382 4.01 5.676
Si -28.681 6.768 5.653
Si -31.365 9.477 5.632
Si -28.635 -4.191 5.66
Si -25.889 -1.46 5.625
Si -23.185 1.247 5.578
Si -25.938 4.013 5.652
Si -23.218 6.738 5.603
Si -25.901 9.479 5.609
Si -23.163 -4.133 5.5
Si -20.439 -1.442 5.398
Si -17.75 1.292 5.34
Si -20.437 4.001 5.546
Si -17.72 6.738 5.443
Si -20.496 9.496 5.508
Si -17.806 -4.028 5.392
Si -15.056 -1.29 5.298
Si -12.36 1.414 5.266
Si -15.059 4.033 5.333
Si -12.281 6.766 5.324
Si -15.015 9.522 5.373
Si -12.295 -4.056 5.281
Si -9.614 -1.311 5.296
Si -6.891 1.382 5.259
Si -9.662 4.137 5.242
Si -6.87 6.861 5.323
Si -9.602 9.603 5.34
Si -6.847 -4.022 5.238
Si -4.159 -1.283 5.271
Si -1.441 1.461 5.165
Si -4.085 4.101 5.244
Si -1.4 6.867 5.226
Si -4.171 9.595 5.296
Si -1.405 -3.936 5.29
Si 2.657 0.128 6.554
Si 5.4 2.872 6.519
Si 2.696 5.553 6.534
Si 5.383 8.255 6.556
Si 2.696 -5.362 6.599
Si 5.425 -2.595 6.551
Si 8.157 0.138 6.553
Si 10.851 2.836 6.615
Si 8.137 5.589 6.539
Si 10.886 -8.032 6.557
Si 8.175 -5.311 6.543
Si 10.911 -2.624 6.604
Si 13.636 0.067 6.637
Si 16.356 2.78 6.688
Si 13.593 5.553 6.632
Si 16.335 8.244 6.645
Si 13.617 -5.366 6.609
Si 16.341 -2.675 6.696
Si 19.065 0.044 6.7
Si 21.789 2.773 6.715
Si 19.044 5.5 6.675
Si 21.75 8.179 6.792
Si 19.044 -5.395 6.712
Si 21.765 -2.696 6.682
Si 24.491 0.029 6.759
Si 27.214 2.741 6.798
Si 24.491 5.48 6.738
Si 27.231 8.212 6.743
Si 24.483 -5.39 6.768
Si 27.265 -2.633 6.768
Si 29.982 0.069 6.751
Si 32.661 2.797 6.719
Si 29.982 5.515 6.766
Si 32.693 8.25 6.786
Si 29.952 -5.388 6.785
Si 32.67 -2.667 6.774
Si 35.372 0.07 6.732
Si 38.089 2.826 6.687
Si 35.362 5.477 6.723
Si 38.041 8.186 6.737
Si 35.36 -5.383 6.737
Si 38.063 -2.691 6.689
Si 40.788 0.045 6.721
Si 43.485 2.751 6.718
Si 40.742 5.501 6.688
Si 43.482 8.187 6.666
Si 40.763 -5.425 6.695
Si 43.544 -2.726 6.725
Si 46.263 0.008 6.727
Si 49.002 2.719 6.76
Si 46.236 5.469 6.752
Si 48.971 8.173 6.764
Si 46.228 -5.463 6.757
Si 48.988 -2.734 6.765
Si 51.734 -0.023 6.81
Si 54.451 2.681 6.897
Si 51.698 5.417 6.861
Si 54.416 8.127 6.916
Si 51.7 -5.443 6.805
Si 54.452 -2.758 6.84
Si 57.166 -0.059 6.968
Si 59.926 2.59 7.04
Si 57.157 5.347 6.977
Si 59.882 8.066 7.069
Si 57.175 -5.468 6.979
Si 59.933 -2.765 7.089
Si 62.652 -0.095 7.157
Si 65.345 2.585 7.235
Si 62.663 5.294 7.151
Si 65.373 8.036 7.249
Si 62.612 -5.521 7.18
Si 65.365 -2.784 7.263
Si -62.48 -0.084 7.294
Si -59.754 2.64 7.313
Si -62.473 5.291 7.293
Si -59.755 8.057 7.378
Si -62.454 -5.542 7.349
Si -59.736 -2.829 7.345
Si -57.025 -0.097 7.345
Si -54.321 2.622 7.3
Si -57.06 5.34 7.338
Si -54.351 8.071 7.33
Si -57.028 -5.499 7.325
Si -54.307 -2.802 7.303
Si -51.647 -0.078 7.222
Si -48.991 2.638 7.173
Si -51.614 5.339 7.244
Si -48.963 8.09 7.19
Si -51.669 -5.519 7.269
Si -48.943 -2.741 7.211
Si -46.275 -0.017 7.143
Si -43.558 2.686 7.111
Si -46.291 5.375 7.157
Si -43.552 8.139 7.117
Si -46.256 -5.501 7.144
Si -43.565 -2.766 7.13
Si -40.815 -0.042 7.086
Si -38.072 2.658 7.077
Si -40.836 5.399 7.062
Si -38.114 8.098 7.095
Si -40.815 -5.426 7.082
Si -38.092 -2.733 7.024
Si -35.4 -0.052 7.002
Si -32.728 2.629 6.994
Si -35.35 5.362 7.026
Si -32.665 8.084 7.007
Si -35.382 -5.478 7.014
Si -32.715 -2.776 7.043
Si -30.017 -0.079 7.003
Si -27.269 2.646 6.997
Si -29.987 5.366 7.004
Si -27.263 8.103 6.96
Si -29.99 -5.538 7.008
Si -27.252 -2.812 6.966
Si -24.512 -0.096 6.946
Si -21.797 2.629 6.874
Si -24.549 5.373 6.96
Si -21.82 8.12 6.871
Si -24.519 -5.461 6.9
Si -21.771 -2.773 6.818
Si -19.074 -0.056 6.742
Si -16.387 2.674 6.702
Si -19.046 5.387 6.823
Si -16.368 8.168 6.731
Si -19.09 -5.432 6.78
Si -16.393 -2.656 6.679
Si -13.673 0.049 6.655
Si -10.977 2.762 6.618
Si -13.659 5.413 6.663
Si -10.944 8.186 6.652
Si -13.639 -5.402 6.665
Si -10.947 -2.684 6.645
Si -8.218 0.027 6.633
Si -5.473 2.737 6.579
Si -8.249 5.471 6.602
Si -5.494 8.22 6.656
Si -8.205 -5.35 6.641
Si -5.487 -2.679 6.614
Si -2.776 0.104 6.573
Si -0.063 2.804 6.547
Si -2.727 5.481 6.59
Si -0.034 8.236 6.574
Si -2.78 -5.337 6.601
Si -0.065 -2.592 6.652
Si 1.309 1.476 7.919
Si 4.054 4.21 7.891
Si 1.334 6.889 7.92
Si 4.048 9.609 7.946
Si 1.335 -3.977 7.946
Si 4.037 -1.228 7.888
Si 6.757 1.501 7.872
Si 9.48 4.229 7.922
Si 6.778 6.937 7.897
Si 9.54 -6.665 7.902
Si 6.804 -3.943 7.891
Si 9.529 -1.232 7.897
Si 12.242 1.452 7.942
Si 14.97 4.179 7.986
Si 12.235 -9.381 7.948
Si 14.977 9.607 8.001
Si 12.266 -3.993 7.952
Si 14.985 -1.301 8.02
Si 17.697 1.409 8.048
Si 20.396 4.137 8.044
Si 17.685 6.878 8.025
Si 20.375 9.564 8.114
Si 17.688 -4.033 8.073
Si 20.412 -1.336 8.053
Si 23.114 1.403 8.097
Si 25.84 4.138 8.117
Si 23.129 6.83 8.122
Si 25.866 9.575 8.109
Si 23.09 -4.043 8.097
Si 25.869 -1.314 8.115
Si 28.601 1.399 8.131
Si 31.332 4.161 8.125
Si 28.59 6.865 8.119
Si 31.314 9.59 8.165
Si 28.594 -4.019 8.139
Si 31.325 -1.301 8.139
Si 34.013 1.429 8.101
Si 36.726 4.145 8.103
Si 34.033 6.867 8.122
Si 36.699 9.572 8.118
Si 34.01 -4.038 8.146
Si 36.707 -1.326 8.077
Si 39.401 1.413 8.044
Si 42.121 4.153 8.042
Si 39.405 6.847 8.102
Si 42.107 9.524 8.045
Si 39.393 -4.056 8.066
Si 42.147 -1.349 8.049
Si 44.86 1.367 8.051
Si 47.607 4.085 8.085
Si 44.838 6.835 8.048
Si 47.584 9.501 8.132
Si 44.859 -4.106 8.101
Si 47.615 -1.36 8.094
Si 50.347 1.344 8.13
Si 53.039 4.026 8.238
Si 50.293 6.783 8.165
Si 53.02 9.508 8.215
Si 50.301 -4.11 8.15
Si 53.065 -1.399 8.183
Si 55.775 1.307 8.306
Si 58.534 3.977 8.343
Si 55.747 6.728 8.273
Si 58.496 9.458 8.365
Si 55.769 -4.101 8.287
Si 58.495 -1.422 8.386
Si 61.249 1.247 8.489
Si 63.973 3.943 8.583
Si 61.233 6.673 8.438
Si 63.962 9.423 8.545
Si 61.229 -4.142 8.5
Si 63.977 -1.436 8.596
Si 66.684 1.246 8.646
Si -61.134 3.954 8.689
Si 66.711 6.677 8.628
Si -61.122 9.424 8.733
Si 66.7 -4.149 8.648
Si -61.136 -1.451 8.663
Si -58.401 1.266 8.689
Si -55.671 3.991 8.681
Si -58.406 6.696 8.721
Si -55.687 9.45 8.684
Si -58.388 -4.165 8.725
Si -55.668 -1.461 8.704
Si -52.982 1.257 8.654
Si -50.288 3.982 8.616
Si -52.961 6.708 8.651
Si -50.3 9.442 8.616
Si -52.981 -4.157 8.684
Si -50.293 -1.413 8.605
Si -47.606 1.324 8.544
Si -44.9 4.036 8.496
Si -47.616 6.739 8.55
Si -44.897 9.473 8.495
Si -47.61 -4.146 8.541
Si -44.921 -1.397 8.487
Si -42.179 1.31 8.433
Si -39.444 4.032 8.391
Si -42.182 6.761 8.432
Si -39.464 9.489 8.412
Si -42.168 -4.095 8.465
Si -39.437 -1.399 8.411
Si -36.72 1.275 8.414
Si -34.007 3.996 8.395
Si -36.704 6.722 8.382
Si -34.015 9.456 8.348
Si -36.739 -4.124 8.37
Si -34.052 -1.416 8.386
Si -31.335 1.293 8.358
Si -28.597 4.01 8.339
Si -31.314 6.72 8.366
Si -28.614 9.43 8.34
Si -31.333 -4.166 8.356
Si -28.619 -1.449 8.308
Si -25.855 1.279 8.289
Si -23.133 3.996 8.232
Si -25.899 6.736 8.293
Si -23.161 9.471 8.217
Si -25.851 -4.129 8.294
Si -23.101 -1.433 8.232
Si -20.391 1.288 8.168
Si -17.67 4.036 8.126
Si -20.401 6.766 8.155
Si -17.693 9.545 8.101
Si -20.401 -4.096 8.178
Si -17.694 -1.353 8.117
Si -14.988 1.379 8.064
Si -12.287 4.093 8.024
Si -14.982 6.811 8.029
Si -12.292 9.557 8.005
Si -14.992 -4.007 7.997
Si -12.292 -1.308 7.994
Si -9.586 1.393 7.953
Si -6.829 4.115 7.906
Si -9.555 6.846 7.977
Si -6.846 9.598 7.985
Si -9.553 -3.993 8.005
Si -6.829 -1.312 7.978
Si -4.111 1.416 7.977
Si -1.376 4.137 7.965
Si -4.083 6.845 7.939
Si -1.388 9.616 7.923
Si -4.124 -4.007 7.984
Si -1.437 -1.244 7.969
Si -0.05 0.118 9.287
Si 2.699 2.842 9.242
Si 0.005 5.515 9.292
Si 2.656 8.27 9.295
Si -0.035 -5.344 9.297
Si 2.697 -2.581 9.265
Si 5.397 0.148 9.236
Si 8.096 2.864 9.239
Si 5.402 5.585 9.229
Si 8.167 8.301 9.225
Si 5.426 11.023 9.231
Si 8.152 -2.566 9.246
Si 10.889 0.076 9.283
Si 13.607 2.796 9.306
Si 10.847 5.599 9.277
Si 13.6 -8.065 9.343
Si 10.897 -5.331 9.288
Si 13.625 -2.68 9.35
Si 16.35 0.029 9.391
Si 19.034 2.782 9.404
Si 16.321 5.529 9.376
Si 18.995 8.216 9.465
Si 16.325 10.926 9.421
Si 19.061 -2.683 9.435
Si 21.732 0.034 9.433
Si 24.455 2.786 9.457
Si 21.717 5.487 9.444
Si 24.484 8.222 9.462
Si 21.735 10.927 9.482
Si 24.475 -2.69 9.435
Si 27.225 0.035 9.475
Si 29.955 2.8 9.465
Si 27.193 5.523 9.469
Si 29.93 8.224 9.51
Si 27.214 10.941 9.483
Si 29.976 -2.681 9.508
Si 32.688 0.059 9.502
Si 35.364 2.787 9.478
Si 32.674 5.535 9.507
Si 35.325 8.252 9.523
Si 32.658 10.946 9.553
Si 35.375 -2.671 9.503
Si 38.043 0.052 9.425
Si 40.749 2.795 9.369
Si 38.043 5.529 9.485
Si 40.761 8.217 9.47
Si 38.042 10.941 9.489
Si 40.747 -2.678 9.405
Si 43.509 -0.005 9.409
Si 46.206 2.745 9.398
Si 43.471 5.519 9.423
Si 46.193 8.125 9.451
Si 43.448 10.847 9.428
Si 46.245 -2.746 9.412
Si 48.962 0.006 9.463
Si 51.657 2.641 9.582
Si 48.947 5.386 9.515
Si 51.627 8.144 9.547
Si 48.923 10.859 9.518
Si 51.663 -2.756 9.494
Si 54.354 -0.054 9.63
Si 57.147 2.645 9.689
Si 54.374 5.383 9.621
Si 57.093 8.077 9.652
Si 54.367 10.853 9.598
Si 57.08 -2.758 9.726
Si 59.862 -0.136 9.809
Si 62.593 2.568 9.925
Si 59.872 5.284 9.78
Si 62.557 8.035 9.835
Si 59.806 10.809 9.786
Si 62.579 -2.81 9.908
Si 65.308 -0.097 10.02
Si 68.047 2.583 10.025
Si 65.32 5.32 9.954
Si 68.015 8.06 10.036
Si 65.279 10.803 9.939
Si 68.02 -2.758 10.04
Si -59.775 -0.111 10.04
Si -57.023 2.62 10.051
Si -59.788 5.329 10.05
Si -57.045 8.098 10.043
Si -59.774 10.812 10.086
Si -57.031 -2.808 10.097
Si -54.315 -0.091 10.066
Si -51.648 2.647 10.01
Si -54.313 5.366 10.043
Si -51.638 8.098 10.038
Si -54.344 10.805 10.057
Si -51.616 -2.772 10.019
Si -48.937 -0.032 9.935
Si -46.233 2.689 9.895
Si -48.937 5.381 9.951
Si -46.246 8.121 9.874
Si -48.95 10.834 9.97
Si -46.268 -2.755 9.873
Si -43.531 -0.032 9.808
Si -40.782 2.658 9.752
Si -43.525 5.411 9.813
Si -40.808 8.114 9.762
Si -43.523 10.848 9.8
Si -40.786 -2.733 9.793
Si -38.064 -0.09 9.776
Si -35.331 2.617 9.752
Si -38.043 5.352 9.729
Si -35.329 8.077 9.717
Si -38.068 10.821 9.739
Si -35.38 -2.799 9.749
Si -32.64 -0.097 9.72
Si -29.921 2.633 9.692
Si -32.606 5.329 9.739
Si -29.948 8.058 9.718
Si -32.663 10.78 9.73
Si -29.942 -2.825 9.68
Si -27.222 -0.084 9.613
Si -24.456 2.636 9.615
Si -27.205 5.349 9.662
Si -24.501 8.105 9.578
Si -27.218 10.813 9.615
Si -24.471 -2.752 9.609
Si -21.718 -0.069 9.555
Si -19.024 2.687 9.48
Si -21.72 5.369 9.505
Si -19.029 8.157 9.456
Si -21.747 10.828 9.495
Si -19.015 -2.717 9.503
Si -16.313 0.017 9.439
Si -13.608 2.736 9.408
Si -16.293 5.45 9.414
Si -13.662 8.223 9.368
Si -16.312 10.965 9.387
Si -13.653 -2.634 9.368
Si -10.908 0.033 9.349
Si -8.17 2.741 9.25
Si -10.899 5.48 9.319
Si -8.187 8.207 9.313
Si -10.928 10.947 9.315
Si -8.186 -2.631 9.364
Si -5.435 0.017 9.335
Si -2.727 2.764 9.331
Si -5.432 5.45 9.258
Si -2.729 8.234 9.276
Si -5.478 10.949 9.334
Si -2.761 -2.639 9.323
O 9.873 1.619 17.324
O 0.712 -3.005 19.701
O 1.323 -1.597 17.543
O 2.883 0.146 16.537
O 5.076 5.005 19.402
O 1.603 4.415 17.414
O 3.235 7.248 17.223
O 18.59 -5.104 -2.849
O 2.725 -5.266 16.19
O 11.094 -4.097 -4.614
O 4.325 -3.609 17.32
O 8.145 -4.569 19.646
O 6.097 -1.432 17.078
O 8.053 0.176 16.333
O 7.667 5.254 19.568
O 13.385 5.354 16.391
O 4.776 1.75 17.477
O 6.573 4.349 17.366
O 6.458 2.775 19.339
O 10.478 7.941 16.465
O 7.179 -6.095 17.57
O 9.395 -3.508 17.742
O -3.238 5.007 19.747
O 9.312 4.446 -2.652
O 22.392 2.259 -6.148
O 15.723 -6.889 -5.79
O -1.723 0.804 17.378
O 13.874 -4.866 17.457
O 11.418 3.685 16.889
O -0.079 2.734 16.486
O 7.521 -1.824 -6.922
O 1.26 -7.181 16.982
O 11.88 -6.555 17.585
O 3.013 -7.104 19.008
O 18.512 7.397 -6.35
O 15.194 -2.641 17.323
O 17.696 -2.389 -3.869
O 11.687 4.472 -5.846
O 13.306 6.502 -5.49
O 15.235 -2.104 -2.842
O 12.183 -7.316 -1.561
O 9.738 -3.67 -6.751
O 11.153 -2.198 16.486
O -0.223 5.41 19.059
O 9.327 -3.185 -1.668
O 12.497 6.801 -2.996
O 5.038 -2.203 19.359
O 8.451 5.874 16.404
O 19.381 6.066 -4.35
O 16.242 -0.305 18.303
O -1.091 7.34 17.396
O -1.227 7.769 19.952
O 7.576 -1.029 -2.533
O 5.437 -7.861 16.566
O 16.702 8.093 -3.695
O 22.121 -2.247 -5.954
O 6.864 -6.922 20.069
O 15.063 6.071 -3.595
O 16.429 -0.074 -3.738
O 8.188 6.338 -3.937
O 9.174 4.205 -5.261
O 4.258 -5.247 -6.251
O 4.572 -7.777 -5.729
O 7.582 -7.419 -4.137
O 4.183 1.69 20.042
O -1.088 -1.435 18.614
O 2.472 5.128 19.621
O 6.922 -3.599 -2.595
O -2.664 -6.393 19.586
O 1.147 7.43 18.78
O 10.47 2.189 -6.369
O 16.14 -4.483 -6.756
O 17.19 3.683 -1.269
O 3.143 -3.979 19.674
O 19.227 4.023 -2.838
O 6.159 0.19 19.157
O 11.881 -6.948 -6.112
O 11.963 -2.384 -6.338
O 17.59 6.065 -2.422
O 5.717 7.242 -3.795
O 10.956 2.851 -3.851
O 17.988 1.615 -2.603
O 15.707 -2.09 -5.457
O 9.822 -2.358 20.184
O 20.183 -3.172 -3.581
O 4.001 7.176 20.311
O 6.701 -6.286 -6.275
O 6.808 1.537 -2.95
O 16.219 5.498 0.088
O 7.091 7.123 -6.155
O 8.127 -7.93 -0.752
O 18.17 4.608 -6.382
O 13.844 -3.91 -5.604
O 20.939 0.18 -6.049
O 9.524 -0.263 -6.308
O 7.327 -0.179 -4.909
O 19.518 -1.936 -5.77
O 10.742 6.988 -5.823
O 10.785 -7.672 -3.783
O 10.272 7.141 -1.617
O 11.652 4.011 -1.538
O 16.421 -4.334 -1.308
O 0.746 3.118 19.642
O -1.868 2.938 19.248
O 20.806 1.747 -3.964
O 3.448 6.47 -4.556
O 5.579 -4.818 19.252
O 11.683 -0.561 19.502
O 5.399 5.539 -0.578
O 17.96 -6.407 -7.072
O 20.471 5.729 -6.696
O 12.809 -2.492 -3.667
O 10.093 3.521 19.083
O 2.773 -2.645 -0.549
O 17.49 -0.704 -1.393
O 19.107 8.194 -0.369
O 5.636 -0.138 -0.364
O 7.346 -2.329 -0.382
O 6.999 3.564 -1.359
O 19.766 2.569 -6.123
O 20.154 6.277 -1.749
O 0.459 4.984 -1.558
O 6.443 -6.09 -1.674
O 19.385 2.659 -0.593
O 16.023 -5.743 -3.457
O 4.648 -4.242 -1.371
O 16.183 -2.519 19.723
O 7.622 -2.012 19.076
O 9.745 2.121 -1.551
O 15.609 1.103 -1.433
O 13.764 2.806 -0.594
O 5.514 -3.061 -5.823
O 6.972 3.992 -3.915
O 15.412 7.358 -1.441
O 5.308 -5.007 -3.868
O 10.885 -5.201 -0.718
O 8.956 -2.321 -4.713
O 25.863 2.229 17.452
O 20.634 -4.079 19.813
O 26.636 -0.711 -6.584
O 18.981 0.031 16.68
O 20.182 3.982 19.348
O 16.873 3.973 17.648
O 18.771 5.473 16.612
O 34.714 -4.556 -5.545
O 19.183 -5.282 16.828
O 32.24 -4.872 -3.865
O 21.194 -3.418 17.478
O 24.3 -6.238 17.567
O 23.564 -1.683 17.629
O 24.543 0.246 16.439
O 28.321 1.885 18.204
O 29.772 5.365 16.564
O 20.5 1.91 17.684
O 22.323 3.767 17.629
O 33.649 -7.188 -5.951
O 26.258 6.523 17.437
O 21.93 -7.319 17.562
O 25.418 -3.929 17.635
O 12.318 4.451 20.061
O 24.37 2.054 -3.306
O 28.903 -0.623 17.343
O 35.986 -6.604 -6.498
O 13.238 -0.133 16.424
O 29.977 -3.826 17.53
O 27.675 4.136 17.313
O 14.897 1.722 17.323
O 16.791 -6.041 19.831
O 17.638 -7.273 17.737
O 29.471 -6.309 17.343
O 28.168 -4.965 19.235
O 31.98 -2.396 16.7
O 34.464 -2.191 -4.324
O 28.508 1.116 -3.196
O 24.439 2.787 20.466
O 32.852 -2.842 -2.399
O 28.059 -5.645 -3.063
O 29.974 -5.709 -4.89
O 27.211 -2.494 16.573
O 13.725 6.65 19.552
O 22.136 -0.359 -3.509
O 14.183 0.461 19.527
O 22.375 -2.082 19.709
O 24.272 5.265 16.549
O 33.848 3.852 -3.815
O 27.768 -2.141 20.43
O 15.255 6.824 17.36
O 14.252 -7.329 18.311
O 24.193 7.099 -2.833
O 20.67 6.766 17.674
O 34.983 -7.403 -1.371
O 36.837 -3.09 -4.733
O 27.181 -7.422 17.551
O 31.338 5.311 -6.098
O 21.051 7.894 19.977
O 24.383 4.628 -3.977
O 27.994 -3.591 -5.587
O 23.204 -4.556 -5.209
O 23.482 -6.953 -4.089
O 21.156 -5.587 -3.757
O 17.652 4.294 20.146
O 23.192 -2.712 -3.479
O 12.836 -5.747 19.821
O 16.14 7.741 19.572
O 28.526 -1.673 -3.694
O 27.96 7.061 19.299
O 31.307 7.186 -4.188
O 29.146 -1.212 -6.114
O 23.66 0.356 19.323
O 27.336 7.568 -6.12
O 30.471 -3.13 -4.846
O 31.291 4.638 -3.564
O 23.278 -6.964 -1.565
O 26.232 0.466 -4.063
O 25.484 7.894 19.484
O 25.608 -5.26 19.825
O 35.159 2.755 -0.66
O 27.52 -6.008 -6.819
O 21.897 -6.621 -6.06
O 24.494 -0.595 -2.497
O 31.395 7.016 -1.579
O 16.323 2.12 19.442
O 24.847 8.076 -0.158
O 26.98 -0.113 19.058
O 31.794 -4.723 -6.509
O 37.892 1.215 -6.053
O 24.151 0.23 -6.224
O 35.333 -2.362 -6.82
O 30.437 -7.052 -2.692
O 26.714 3.022 -4.073
O 27.1 6.823 -0.839
O 28.326 4.633 -1.583
O 29.912 -2.563 -0.363
O 15.023 4.383 19.577
O 24.69 -2.274 -5.552
O 12.138 1.87 18.627
O 35.124 -6.479 -3.886
O 28.067 1.3 -5.748
O 23.119 7.044 18.768
O 35.444 0.12 -6.207
O 23.205 4.9 -1.52
O 26.695 3.545 19.637
O 40.926 -0.719 -7.238
O 24.728 5.325 19.681
O 29.634 0.286 19.68
O 19.121 -2.618 -0.52
O 33.545 -5.261 -1.427
O 31.114 -4.507 -1.465
O 34.67 -1.214 -1.728
O 34.981 7.282 -3.584
O 20.839 0.759 -1.501
O 22.475 -1.514 -1.203
O 24.476 2.797 -0.411
O 36.726 6.529 -1.933
O 17.232 -6.735 -1.335
O 25.713 -6.944 -2.679
O 36.164 5.046 -4.189
O 20.736 -4.512 -1.388
O 25.09 -1.709 19.926
O 23.179 -4.429 19.019
O 26.1 1.153 -1.493
O 25.716 5.015 -1.896
O 32.001 0.863 -1.028
O 30.03 2.749 -0.579
O 27.535 -6.596 -0.754
O 24.866 2.796 -5.825
O 29.693 -8.032 -0.182
O 27.199 6.393 -3.492
O 24.536 -2.796 -0.38
O 26.147 -4.562 -1.496
O 28.363 -0.698 -1.307
O 30.558 -0.256 -2.849
O 51.383 3.963 -7.268
O 45.65 1.053 -7.275
O 33.986 -1.219 17.772
O 35.564 0.244 16.578
O 38.626 2.772 19.718
O 34.363 4.694 17.57
O 38.088 8.146 16.835
O 51.082 -1.22 -4.276
O 35.26 -5.423 16.748
O 46.019 -4.101 -3.864
O 36.536 -3.948 18.352
O 39.534 -4.437 18.419
O 39.358 -1.795 17.451
O 41.063 0.228 16.674
O 50.074 -7.985 -5.955
O 45.27 3.41 17.792
O 37.569 1.542 17.626
O 39.206 4.187 17.618
O 38.096 0.312 19.997
O 43.231 7.91 16.728
O 40.186 -6.806 17.563
O 44.553 -4.767 18.967
O 39.93 -5.786 -7.087
O 38.985 2.425 -4.04
O 45.78 -0.358 16.629
O 52.094 -5.224 -7.227
O 31.077 1.113 17.64
O 46.234 -4.602 16.893
O 43.157 2.289 16.731
O 32.739 2.833 16.658
O 32.236 -7.584 19.889
O 33.879 -7.207 17.953
O 45.246 -6.892 17.721
O 42.628 -3.006 -7.276
O 53.403 2.191 -7.337
O 48.426 -2.983 16.807
O 49.477 1.408 -3.76
O 47.861 0.632 -5.722
O 50.547 -4.889 -5.086
O 48.654 -0.954 -3.479
O 43.636 -5.12 -3.709
O 44.979 -5.335 -6.009
O 43.774 -2.342 16.596
O 29.811 5.197 19.532
O 41.18 -1.125 -2.881
O 43.033 3.649 -3.081
O 41.053 5.822 16.725
O 43.467 4.355 19.695
O 47.741 -1.321 19.683
O 31.629 6.342 18.029
O 40.007 8.012 -3.495
O -23.147 -5.248 17.247
O 51.06 8.145 -3.495
O 41.57 -3.081 17.631
O 41.987 -5.34 18.775
O 48.494 8.282 -3.79
O 48.745 -3.023 -5.306
O 37.563 7.334 -4.278
O 35.879 2.466 -4.861
O 37.675 -4.717 -6.678
O 38.609 -6.581 -4.922
O -34.025 0.847 -1.326
O 45.313 5.275 -5.469
O 32.89 -3.338 18.897
O 36.087 2.1 19.689
O 38.694 -1.762 -3.567
O 30.773 -5.431 19.356
O 34.166 6.821 19.159
O 42.497 -1.109 -5.22
O 50.897 -0.693 -6.8
O 49.649 4.444 -1.163
O 44.287 -1.099 -7.237
O 49.852 6.169 -4.477
O 46.641 2.99 -5.961
O 44.19 7.673 -5.851
O 41.842 7.97 20.431
O 53.339 -7.482 -2.784
O 39.572 -6.492 -1.658
O 42.435 1.124 -3.856
O 46.489 -6.53 -2.952
O 47.268 -4.448 -6.859
O 47.878 5.225 -5.859
O 50.651 -1.175 -1.614
O 38.469 5.361 19.854
O 32.072 3.968 19.352
O 40.138 0.158 -4.754
O 47.923 6.431 -1.27
O 39.475 7.56 -6.045
O 40.909 7.753 -0.977
O 54.682 3.949 -5.891
O 48.42 -5.106 -3.613
O 49.794 3.684 -4.84
O 44.213 -2.951 -5.248
O 31.721 -1.029 19.032
O 43.009 -2.917 19.776
O 40.455 1.853 -6.486
O -60.182 0.899 -0.735
O 43.785 6.161 -3.629
O 42.418 5.741 -1.477
O 44.801 4.836 -1.532
O 45.529 -0.763 -1.512
O 35.632 4.719 19.829
O 38.758 -1.901 -6.164
O 32.055 1.385 20.051
O 53.26 -0.813 -5.587
O 34.554 4.237 -6.252
O 40.002 -6.458 20.167
O 51.461 1.907 -5.583
O 38.236 5.329 -0.408
O 52.484 6.196 -6.256
O 49.433 0.771 19.425
O 47.032 -6.841 -5.542
O 44.728 1.171 19.089
O 35.837 -3.01 -0.427
O 49.06 -5.408 -0.406
O 47.046 -4.233 -1.485
O 48.94 0.163 -0.299
O 51.1 -6.543 -1.466
O 37.272 1.886 -1.816
O 39.481 0.682 -2.26
O 38.983 -1.45 -1.131
O 51.969 7.464 -1.001
O 32.91 4.009 -1.463
O 42.037 -6.841 -2.611
O 51.742 2.763 -3.169
O 51.944 -2.96 -6.124
O 37.85 -5.032 -0.471
O 57.94 3.245 -6.839
O 40.064 -2.439 19.91
O 42.128 1.88 -1.371
O 40.86 4.129 19.646
O 46.799 1.489 -1.005
O 47.051 3.979 -0.82
O 44.324 -6.326 -1.371
O 39.483 3.298 -1.546
O 46.232 8.258 -0.49
O 46.037 7.454 -4.077
O 40.947 -2.716 -0.266
O 42.467 -4.5 -1.428
O 43.461 -0.051 -0.232
O 46.759 0.745 -3.458
O 58.718 1.629 17.87
O 49.663 -4.64 19.287
O 49.963 -1.489 18.234
O 52.321 0.896 17.643
O 53.874 2.753 16.722
O 50.261 3.483 17.56
O 51.539 5.337 16.327
O -61.896 -3.749 -5.141
O 51.076 -5.945 16.716
O 63.069 -3.578 -3.201
O 52.154 -4.221 18.131
O 56.2 -5.789 20.047
O 55.216 -2.086 17.644
O 56.901 -0.118 16.954
O 64.127 5.138 -5.465
O 62.346 5.332 16.997
O 60.926 3.064 -6.388
O 55.695 3.965 18.004
O 54.156 2.065 19.218
O 59.351 7.508 16.901
O 55.313 -7.018 17.852
O 57.051 -5.261 16.894
O 55.559 -6.918 -3.863
O 52.86 0.468 -3.331
O 60.871 -1.593 17.988
O 67.539 8.063 -5.524
O 47.065 1.526 17.832
O 63.156 -5.32 18.471
O 60.364 3.719 17.825
O 46.458 2.727 20.206
O 57.718 0.181 -4.585
O 49.052 -7.959 16.664
O 60.254 -7.109 18.411
O 58.605 -3.901 -6.709
O 60.66 -3.154 20.127
O 64.563 -3.23 18.11
O -61.698 -3.063 -2.523
O 61.814 3.004 -3.961
O 64.003 7.946 -2.244
O 64.231 -1.347 -2.413
O 56.538 -6.542 -1.409
O 60.98 -5.132 -3.1
O 59.19 -3.231 16.94
O 46 5.489 19.49
O 53.606 -1.996 -3.255
O 56.785 3.748 -4.41
O 53.865 -0.498 19.203
O 57.281 5.591 16.858
O 66.603 5.563 -5.938
O 61.636 -0.628 20.12
O 47.366 6.752 17.77
O 53.073 -7.481 -6.208
O 55.289 7.194 -2.357
O 52.83 6.908 17.802
O 67.905 -7.549 -3.055
O -59.661 -3.009 -4.208
O 57.599 -7.672 18.847
O 61.569 5.363 -5.035
O 61.152 -3.078 -6.506
O 56.139 4.853 -1.188
O 59.352 3.916 -4.581
O 57.446 -2.437 -3.674
O 57.481 -5.181 -3.535
O 55.371 -1.757 -1.284
O 51.921 1.098 20.224
O 14.174 -7.779 -3.956
O 54.44 7.25 -4.844
O 55.294 -0.172 -4.103
O 47.079 -5.404 19.141
O 48.314 6.67 20.29
O 61.59 0.781 -5.333
O -61.762 -5.866 -6.882
O 66.829 4.144 -1.184
O 51.602 -6.166 19.902
O 65.988 4.5 -3.624
O -11.27 -5.206 -0.513
O 50.257 3.189 20.179
O 53.191 6.427 20.331
O 66.92 6.553 -2.183
O 58.082 7.601 -0.714
O 61.093 0.877 -2.669
O 65.991 0.488 -3.384
O 62.494 -4.917 -5.39
O 57.551 -3.445 20.362
O 67.113 -1.735 -3.773
O 50.921 5.532 19.183
O 56.274 -3.817 -5.501
O 59.292 -0.949 -2.799
O 64.296 6.077 -0.555
O 54.424 2.501 -3.72
O -46.631 -1.885 -3.199
O 65.696 3.061 -5.826
O 63.3 -6.276 -3.467
O -61.523 -0.421 -2.544
O 59.312 -1.723 -5.351
O 48.777 -7.181 19.846
O 67.836 0.155 -5.464
O 56.298 -0.897 -6.434
O 59.557 6.398 -2.496
O 59.779 5.745 0.016
O 61.138 4.198 -1.302
O 62.155 -2.253 -1.046
O 48.407 4.59 18.884
O 55.733 1.571 -6.062
O 42.393 1.978 20.121
O 55.349 8.001 20.171
O 58.822 -5.755 20.108
O 53.721 5.577 -0.959
O 59.803 2.504 20.129
O 65.418 -0.804 -5.603
O 53.183 4.416 18.683
O 53.341 -3.514 -1.207
O 65.601 -5.667 0.018
O 64.321 -3.64 -0.94
O 67.133 -1.558 -1.103
O 67.295 -7.638 -0.554
O 53.595 1.876 -1.346
O 55.374 -3.849 -2.943
O 57.28 2.817 -0.091
O -62.227 2.458 -0.007
O -61.303 7.088 -1.119
O -25.402 2.217 19.311
O 59.907 -7.294 -1.985
O -62.002 4.77 -3.177
O 63.137 7.551 -4.672
O -44.826 6.293 17.804
O 58.976 -1.236 19.797
O 56.327 -1.207 19.848
O 58.806 1.27 -1.379
O 61.837 6.703 -1.396
O 64.65 0.897 -1.113
O 62.829 2.57 -0.173
O 61.631 -6.031 -0.687
O 57.937 5.669 -5.932
O 62.996 8.199 0.366
O 63.368 5.507 -3.05
O 57.476 -2.953 -0.296
O 59.296 -4.82 -1.056
O 60.425 -0.423 -0.465
O 63.502 0.982 -3.516
O -54.683 1.577 17.846
O 66.822 -3.813 19.359
O 66.399 -1.458 18.288
O -62.543 -0.031 17.003
O -53.284 6.002 -7.02
O 66.504 4.306 18.265
O -62.327 5.781 17.084
O -47.265 8.093 -5.572
O 67.881 -5.697 17.098
O -51.996 -3.918 -3.186
O -61.265 -3.903 18.322
O -56.536 -4.215 18.481
O -58.252 -1.447 18.415
O -56.838 0.136 17.183
O -57.043 3.588 20.335
O -51.633 5.417 17.22
O -60.781 1.306 18.322
O -58.831 3.807 18.307
O -58.87 1.826 19.989
O -55.48 6.981 18.332
O -58.64 -6.581 17.978
O -58.101 -5.612 20.25
O -60.238 -8.013 -6.938
O -60.316 1.872 -3.153
O -53.109 -1.032 18.588
O -4.434 2.548 19.554
O 63.457 0.156 18.126
O -51.319 -5.418 17.31
O -53.384 3.753 18.307
O 65.272 2.04 17.892
O -58.225 -0.978 -6.898
O 66.202 -7.662 17.618
O -52.994 -7.162 18.258
O -62.416 8.002 19.194
O -53.683 -5.252 20.001
O -49.166 -3.84 18.018
O -44.391 -2.433 -4.579
O -53.116 1.549 -4.859
O -51.478 7.553 -3.926
O -50.556 -1.863 -2.227
O -53.941 -5.589 -2.954
O -28.027 -4.092 17.563
O -54.504 -2.805 17.395
O 63.083 6.127 19.723
O -58.886 -0.224 -2.893
O -58.197 2.122 -4.81
O -53.82 1.908 -7.349
O -57.128 5.368 17.227
O -48.692 5.941 -5.894
O -51.585 -2.099 20.363
O 63.743 7.499 17.706
O 63.257 -7.515 19.925
O -57.541 7.406 -2.795
O -60.19 7.818 17.076
O -46.846 8.162 -3.009
O -45.314 -4.206 -2.957
O -54.823 -7.528 20.048
O -50.756 5.517 -2.401
O -52.406 -6.053 -5.002
O -59.756 6.101 -3.529
O -55.684 1.763 -5.511
O -58.071 -5.067 -3.7
O -59.462 -7.544 -3.651
O -60.673 -5.289 -3.365
O -51.118 5.167 -4.984
O -57.45 2.335 -7.384
O 67.041 2.429 19.972
O -57.454 -2.576 -2.996
O -60.803 -0.979 -7.097
O 65.475 7.235 19.637
O -53.256 -1.098 -4.743
O -43.185 -4.623 -5.545
O -47.462 6.801 17.908
O -53.797 -0.731 -7.307
O -48.985 3.927 -4.167
O -59.929 -0.6 20.084
O -55.209 6.307 -5.332
O -53.124 -5.52 -7.335
O -49.794 7.937 -1.918
O -58.347 -6.902 -1.117
O -53.986 0.341 -2.697
O -48.833 -0.249 -3.215
O -53.944 -3.149 -6.225
O -48.023 0.076 -6.842
O -46.436 0.693 -2.95
O -54.009 -7.851 -6.329
O -59.455 -5.868 -5.633
O -56.407 -0.573 -1.956
O -51.625 7.907 0.1
O -58.34 7.174 -5.42
O -56.868 7.581 -0.223
O -49.65 3.69 -6.749
O -51.331 -6.4 -2.733
O -43.922 0.199 -3.4
O -55.75 -1.227 -5.598
O -60.41 1.264 -5.704
O -29.528 -7.443 -2.836
O 66.308 -6.711 20.056
O -54.156 3.865 -5.457
O -56.733 4.156 -5.493
O -54.889 6.154 -1.019
O -53.537 4.028 -1.195
O -52.729 -2.468 -0.969
O 64.702 3.531 20.004
O -57.441 -3.188 -5.567
O 63.154 1.449 20.391
O -46.665 -3.589 -5.139
O -61.459 5.995 -5.516
O -59.924 -7.601 20.046
O -45.752 0.107 -5.434
O -59.521 5.191 -0.074
O -52.445 1.601 19.458
O -45.567 3.87 -6.567
O -51.527 -7.581 -7.067
O -25.86 1.096 -5.841
O -61.99 -3.195 0.198
O -48.845 -5.637 -0.055
O -50.696 -4.114 -0.948
O -47.623 -0.837 -1.026
O -46.954 -7.524 -0.515
O -42.051 1.867 -2.765
O -58.682 -1.554 -0.829
O -57.456 3.037 -0.024
O -47.841 3.657 -1.649
O -45.057 7.135 -1.211
O 65.457 -7.558 -4.204
O -55.841 -7.066 -1.985
O -46.508 4.398 -3.962
O -49.266 -7.397 -4.176
O -59.987 -5.278 0.058
O -54.141 -2.767 20.287
O 54.59 -5.483 -0.142
O -55.535 1.637 -1.018
O -55.397 4.649 -3.203
O -50.239 0.585 -1.117
O -51.792 2.502 -0.108
O -53.52 -6.758 -0.72
O -60.201 3.817 -4.84
O -48.2 5.939 -2.624
O -53.176 5.75 -3.176
O -56.89 -2.914 0.219
O -55.263 -4.771 -0.772
O -54.38 -0.575 -0.28
O -51.427 0.282 -3.426
O -38.6 1.442 17.749
O -46.698 -3.388 19.212
O -47.918 -1.506 17.953
O -45.969 0.083 17.13
O -44.355 3.487 19.712
O -46.64 4.382 17.982
O -11.347 6.642 -5.829
O -30.172 -4.85 -3.435
O -46.061 -5.452 16.898
O -35.983 -3.705 -3.181
O -44.371 -3.979 18.075
O -40.516 -5.261 19.93
O -42.773 -1.311 17.901
O -40.679 -0.008 16.984
O -40.049 1.094 20.351
O -35.3 5.286 16.839
O -44.07 1.952 17.624
O -42.417 1.807 19.629
O -40.424 5.668 17.062
O -41.067 -6.537 17.614
O -39.718 -3.904 17.939
O -50.279 3.078 19.745
O -42.164 2.087 -5.361
O -37.133 -1.559 17.937
O -31.957 8.017 -6.641
O -50.197 0.899 18.364
O -34.179 -5.169 17.593
O -36.804 3.345 17.762
O -48.628 2.702 17.297
O -48.333 -5.756 20.381
O -47.828 -6.849 18.064
O -36.523 -6.515 17.792
O -46.092 -7.079 20.109
O -36.165 -3.924 18.482
O -32.638 -3.01 16.896
O -31.254 -2.468 -3.331
O -37.184 2.771 -3.538
O -34.541 7.567 -3.843
O -34.732 -1.464 -2.548
O -37.832 -5.543 -2.946
O -37.348 -4.667 -5.28
O -38.113 -2.971 16.119
O -48.912 5.36 19.446
O -13.553 -7.26 -3.247
O -39.829 2.521 -4.124
O -44.262 -2.258 19.928
O -42.3 3.907 18.01
O -30.458 6.141 -5.517
O -34.859 -1.485 18.982
O -50.039 7.306 18.024
O -51.283 5.412 20.455
O -41.568 -7.481 -3.405
O -43.196 8.183 16.992
O -28.626 6.132 17.73
O -28.758 -2.715 -4.264
O -39.918 -7.763 19.797
O -31.244 6.819 -2.249
O -35.943 -2.475 -6.194
O -44.972 -6.655 -2.081
O -41.695 4.291 -4.247
O -47.22 -5.927 -4.333
O -43.667 -7.184 -4.959
O -45.463 -5.695 -6.257
O -33.813 5.735 -5.707
O -48.951 -2.395 20.185
O -46.143 6.32 20.004
O -42.819 -5.201 -2.752
O -44.217 -2.883 -7.169
O 4.753 3.321 -2.672
O -37.733 0.569 -4.631
O -31.967 -5.671 -6.887
O -30.463 3.835 -1.028
O -36.992 -0.326 -7.289
O -28.003 3.525 -1.929
O -42.157 -0.651 20.412
O -36.966 6.777 -5.784
O -35.693 -4.919 -7.191
O 47.997 4.697 -3.227
O -40.705 8.091 0.15
O -37.135 0.631 -2.067
O -32.661 -0.148 -3.33
O -33.559 -3.749 -6.053
O -39.392 -2.72 20.248
O -29.999 -0.236 -3.226
O -37.282 -7.028 -6.127
O -41.335 -7.576 -6.052
O -39.182 -0.755 -2.915
O -33.705 7.197 -1.218
O -39.029 6.409 -0.815
O -30.139 3.695 -6.209
O -35.464 -6.182 -4.039
O -27.992 1.282 -4.213
O -38.292 -1.767 -5.346
O -42.453 0.028 -6.836
O -30.885 -3.586 -5.652
O -40.378 -0.237 -5.161
O -38.236 4.635 -4.917
O 36.366 6.357 17.763
O -25.463 4.278 17.845
O -36.908 4.884 -1.084
O -36.405 -2.444 -0.833
O -21.546 4.144 -1.109
O -42.041 -2.279 -5.692
O -42.503 5.201 -6.793
O -30.355 -6.824 -5.194
O -44.14 4.892 -4.704
O -42.451 -7.16 19.634
O -30.311 1.149 -5.426
O -43.325 5.226 -0.207
O -37.897 2.559 19.966
O -30.108 2.356 -3.124
O -34.889 -7.797 -6.143
O -36.182 0.932 18.794
O -46.224 -2.859 -0.113
O -32.678 -5.58 -0.25
O -34.217 -3.756 -1.255
O -31.528 -1.009 -1.152
O -30.834 -7.517 -0.653
O -44.013 1.28 -0.993
O -42.289 -0.573 -1.349
O -41.216 3.115 -0.166
O -29.313 1.537 -0.806
O -28.905 6.99 -1.086
O -49.482 6.069 -0.218
O -40.247 -5.912 -1.943
O -28.825 4.557 -4.078
O -32.959 -6.792 -4.704
O -42.487 -6.888 -0.965
O -36.771 -2.469 20.467
O -41.811 -3.101 19.476
O -39.589 1.326 -1.254
O -37.73 6.471 -3.124
O 33.001 -0.255 -3.346
O -35.483 2.793 -0.275
O -37.941 -6.589 -0.637
O -44.986 2.38 -4.436
O -35.705 8.274 -0.139
O -35.729 5.204 -4.109
O -40.881 -2.587 -0.215
O -38.823 -4.119 -0.894
O -38.38 -0.775 -0.335
O -35.164 0.886 -3.707
O -21.965 1.424 17.031
O -30.138 -3.016 18.77
O -31.414 -1.002 17.931
O -29.712 -0.682 19.916
O -27.769 3.874 18.859
O -30.261 4.065 17.674
O -20.9 5.198 -5.52
O -13.818 -4.712 -4.111
O -29.859 -5.581 16.687
O -19.801 -3.156 -2.984
O -17.491 1.236 -1.435
O -24.03 -5.022 19.581
O -15.233 -2.456 -4.004
O -24.229 -0.102 16.767
O -16.014 8.02 -6.937
O -18.857 5.422 16.597
O -28.671 0.342 17.762
O -25.071 2.931 -0.116
O -26.912 2.175 17.125
O -21.841 8.016 16.704
O -25.358 -6.468 17.71
O -26.502 7.482 -7.283
O -25.484 1.357 -3.28
O -20.682 -1.098 17.446
O 54.326 -2.947 20.026
O -33.955 0.567 17.606
O -18.588 -4.641 17.227
O -20.646 3.659 17.574
O -32.379 2.558 16.921
O -34.615 7.742 19.839
O -31.433 -7.146 17.973
O -20.57 -6.097 17.711
O -30.26 -7.45 20.377
O 54.654 4.967 -3.381
O -16.291 -3.427 17.489
O -17.249 -2.69 -2.282
O -20.16 3.46 -3.753
O -18.126 -7.942 -3.729
O -19.002 1.055 -3.563
O -21.717 -5.489 -3.277
O -20.59 -4.333 -5.234
O -21.756 -3.066 16.343
O -33.752 5.209 19.261
O -26.695 -0.91 -4.172
O -23.936 3.596 -2.459
O -27.676 -2.997 19.747
O -23.869 5.831 16.701
O -15.479 5.26 -7.319
O -19.308 -1.048 19.487
O -33.614 7.173 17.516
O -32.78 -6.734 20.238
O -24.96 7.59 -2.995
O -27.042 8.063 16.857
O -20.297 1.421 19.016
O -12.764 -2.475 -5.009
O -23.281 -7.484 18.99
O -17.131 5.958 -3.714
O -19.738 -2.636 -7.287
O -26.96 5.904 -2.849
O -24.011 2.732 -4.931
O -25.481 -6.236 -3.627
O -27.105 8.107 -4.336
O -28.036 -5.84 -4.4
O -28.286 1.593 20.026
O -32.009 -2.044 20.363
O -29.746 5.176 19.91
O -26.404 -3.303 -3.159
O -35.232 -5.956 19.945
O -32.053 7.181 19.575
O -21.149 1.24 -4.949
O -14.847 4.9 -4.169
O -29.226 -5.163 19.731
O -12.773 3.205 -3.708
O -26.997 -0.579 19.687
O -21.603 7.608 -6.279
O -18.392 -2.766 -5.071
O -14.998 6.952 -2.533
O -26.023 -6.907 -1.235
O -21.257 1.565 -2.352
O -16.806 -0.407 -3.362
O -17.222 -3.282 -7.295
O -0.514 0.849 19.796
O -48.478 7.964 20.047
O -22.557 -6.296 -5.602
O -26.093 -6.52 -6.109
O -22.678 -0.308 -3.467
O -16.918 5.891 -0.317
O -25.69 6.122 -5.183
O -24.627 7.845 0.088
O -15.279 2.952 -5.938
O -18.43 -5.19 -3.945
O -11.733 0.76 -4.067
O -21.432 -1.351 -5.613
O 0.491 8.23 -5.607
O -14.749 -3.545 -6.337
O -23.375 0.356 -5.966
O -4.755 1.206 -5.029
O -22.158 5.258 -3.306
O -23.457 5.851 -1.063
O 1.329 -5.512 -4.513
O -19.322 -1.945 -0.756
O -24.013 -7.921 -7.052
O -26.616 -2.932 -5.77
O -33.929 0.57 20.245
O -15.125 -6.61 -5.269
O -28.045 5.504 -6.291
O -18.048 -0.739 -6.728
O -14.274 1.169 -4.051
O -27.079 5.208 -0.043
O -22.651 2.771 19.042
O -13.216 4.476 -6.039
O -20.118 -6.852 -4.958
O -24.732 -4.011 -1.138
O -29.792 -2.775 -0.309
O -16.393 -5.688 -0.4
O -18.603 -4.441 -1.058
O -15.095 -1.38 -1.607
O -14.475 -7.498 -0.842
O -27.395 0.027 -0.067
O -26.004 -1.832 -1.03
O -3.514 5.677 -3.052
O -12.869 1.491 -1.743
O -12.522 7.248 -1.542
O -32.541 5.114 -0.552
O -23.448 -6.918 -1.97
O -12.416 5.719 -3.74
O -17.661 -6.565 -5.989
O -27.485 -4.085 -0.904
O -21.945 -1.307 19.725
O -25.233 -2.716 20.17
O -23.541 1.047 -1.248
O -19.661 6.059 -3.339
O 13.027 -1.18 -1.483
O -19.378 2.813 -0.443
O -20.846 -6.993 -1.34
O -26.227 3.705 -3.871
O -18.961 7.852 -0.365
O -18.967 6.891 -5.679
O -25.947 -1.94 17.769
O -22.285 -4.903 -0.788
O -21.628 -0.712 -1.072
O -6.258 1.845 17.555
O -13.943 -3.101 18.822
O -15.205 -1.118 17.757
O -13.345 0.279 16.636
O -11.523 3.587 19.3
O -15.285 4.789 17.361
O -13.122 5.871 16.468
O 18.534 8.231 20.137
O -13.511 -5.413 16.515
O -3.395 -3.207 -3.677
O -11.743 -3.94 17.598
O -7.9 -5.557 19.241
O -9.966 -1.585 17.38
O -8.073 0.077 16.586
O -9.297 -0.613 19.741
O -2.61 5.553 16.334
O -11.557 2.237 17.09
O -9.745 4.153 17.466
O -9.585 1.839 18.703
O -5.847 7.899 16.506
O -8.718 -6.944 17.111
O -7.766 -4.247 17.044
O -18.61 3.553 19.979
O -9.664 2.222 -3.523
O -4.275 -1.792 17.752
O -20.508 -3.413 18.725
O -18.259 0.561 17.538
O -2.159 -5.405 17.089
O -3.854 3.728 17.481
O -16.445 2.468 17.617
O -16.467 -5.989 19.874
O -15.265 -6.881 17.637
O -4.387 -6.583 17.628
O -13.929 -6.829 19.898
O -3.79 -4.208 18.745
O -0.351 -3.566 17.328
O 0.926 -2.878 -3.579
O -3.554 3.169 -3.718
O -2.61 8.185 -3.439
O -2.066 -1.231 -2.521
O -5.796 -4.211 -3.396
O -4.712 -4.788 -5.587
O -5.648 -2.941 16.118
O -18.132 6.099 19.274
O -9.356 -0.362 -3.721
O -8.364 4.381 -3.021
O -11.378 -2.301 19.498
O -7.91 5.799 16.526
O 1.306 5.664 -5.632
O -39.039 4.313 -2.433
O -17.272 7.454 17.279
O -18.417 -7.654 19.403
O -8.246 -7.51 -3.908
O -10.965 7.961 16.468
O 3.396 -7.604 -3.375
O 3.236 -3.592 -4.486
O -7.784 8.149 19.321
O -0.952 6.06 -3.661
O -3.691 -2.498 -6.636
O -9.874 6.841 -3.658
O -8.219 3.208 -5.498
O -11.033 -4.37 -5.579
O -10.552 -6.211 -3.746
O -12.47 -6.532 -5.499
O -11.321 0.834 20.395
O -16.238 -2.338 19.924
O -14.109 3.087 18.868
O -10.563 -2.676 -3.576
O -19.049 -5.173 19.729
O -15.978 7.793 19.513
O 44.572 1.614 -2.386
O 0.158 -5.807 -6.812
O 2.394 3.197 -1.423
O -12.363 -4.686 20.094
O -54.754 2.346 20.258
O -57.403 8.208 19.672
O -5.151 7.024 -6.716
O -11.316 6.999 20.146
O 1.188 7.254 -2.707
O -9.407 -6.886 -1.534
O -4.337 1.038 -2.442
O 0.036 -0.264 -3.627
O -1.373 -3.715 -6.457
O -6.247 -3.403 18.972
O 2.602 -0.874 -3.379
O -13.21 5.156 20.453
O -9.831 -6.585 -6.201
O -6.463 -0.038 -3.479
O -1.128 7.045 -1.374
O -8.825 7.127 -6.054
O -5.226 5.169 -0.406
O 3.628 4.378 -6.065
O 32.929 -7.586 -2.892
O 3.078 1.687 -3.723
O -5.663 -1.214 -5.666
O -9.754 1.128 -5.893
O 1.208 -3.476 -6.133
O -7.164 0.854 -5.943
O -4.787 4.826 -5.299
O -5.817 4.44 -2.978
O -7.168 6.31 -1.568
O -58.273 -3.049 20.297
O -3.934 -2.433 -1.22
O -16.226 4.328 19.675
O -10.314 -1.982 -6.079
O -17.918 1.036 20.101
O -5.708 -0.552 -0.907
O -0.92 6.045 -6.7
O -10.152 -7.071 19.191
O -2.985 0.068 19.587
O -10.783 5.329 -0.559
O -6.906 2.608 19.986
O 31.919 2.153 -3.234
O -3.168 -6.849 -5.82
O -5.612 0.255 19.537
O -13.424 -3.122 -0.557
O -0.034 -5.376 -0.623
O -1.723 -3.694 -1.609
O 0.844 -1.213 -1.439
O 1.923 -7.018 -1.283
O -11.031 -0.01 -0.67
O -9.31 -1.773 -1.449
O -8.617 3.172 -0.482
O 3.662 0.798 -1.525
O 3.455 7.107 -1.407
O -15.627 4.473 -1.821
O -8.264 -5.088 -3.102
O 2.441 4.217 -3.754
O -1.061 -6.311 -4.428
O -33.266 5.412 -3.119
O -4.432 -2.064 20.244
O -8.86 -3.13 19.207
O -6.813 1.691 -1.583
O -16.674 2.103 -3.905
O -1.341 1.204 -1.722
O -3.076 3.056 -0.584
O -5.309 -5.634 -0.477
O -10.336 4.497 -4.722
O -3.093 -7.753 -0.507
O -2.944 6.633 -5.364
O -7.903 -2.56 -3.471
O -7.06 -3.698 -1.244
O -7.228 6.423 -4.143
O -2.292 0.881 -4.108
O 19.572 -0.601 -3.449
O 13.871 -3.593 -1.329
O 59.796 0.798 -7.291
O -46.128 2.528 -0.178
O -44.246 -4.593 -0.635
O 39.345 -4.068 -4.874
O 41.91 7.398 -6.994
O -47.901 -5.237 -6.858
O 10.969 0.099 -0.557
O -3.547 -5.751 -3.466
O 67.179 -3.921 -7.195
O 51.575 2.848 -0.211
O 9.298 -7.095 -5.933
O 5.09 -0.276 -3.508
O 22.003 2.263 19.834
O -38.262 7.796 17.018
O 67.058 -5.735 -5
O 8.493 -4.925 -4.77
O 34.945 -3.343 20.478
O 49.993 -3.198 -3.015
O -42.389 6.77 -4.682
O 61.294 1.361 18.406
O -23.828 6.363 20.292
O -15.873 0.45 -5.913
O 57.828 -7.89 -3.249
O 29.185 5.911 -4.913
O 28.628 -7.882 -4.21
O 17.709 -2.142 17.486

Results
total energy: -751500.885 eV
total energy less fixed offsets of O -438.25, Si -107.07 eV per atom: 52.395 eV

Forces (eV/angstrom) on atoms 1991 to 2313 of the 3456, counted in the order above; the others are left out for length: element, x, y, z
Si -0.006 0.011 -0.007
Si 0.018 -0.02 -0.015
Si 0.008 -0.007 -0.014
Si -0.014 0.034 -0.008
Si 0.026 -0.01 0
Si -0.008 -0.015 -0.017
Si -0.008 0.008 -0.01
Si -0.042 0.015 -0.021
Si 0.002 0.014 -0.004
Si -0.027 -0.004 -0.007
Si 0.019 -0.002 -0.01
Si 0.004 -0.01 0.001
Si -0.001 0.004 -0.017
Si 0.006 0.008 -0.005
Si -0.007 -0.022 -0.005
Si 0.003 -0.005 -0.012
Si 0.019 0.015 -0.012
Si -0.016 -0.007 0.001
Si -0.021 -0.013 -0.004
Si 0.03 -0.034 -0.003
Si -0.019 -0.012 -0.019
Si 0.004 0.025 -0.007
Si -0.009 0.005 -0.008
Si 0.006 -0.003 -0.012
Si -0.01 0.022 -0.011
Si -0.019 0.031 0.006
Si 0.005 0.009 0.007
Si 0.019 0.029 0.009
Si 0.005 0.018 0
Si -0.02 0.016 0.017
Si 0.022 0 -0.01
Si -0.029 0.021 -0.006
Si 0.001 -0.014 -0.007
Si -0.026 -0.007 0.008
Si -0.002 -0.018 0.021
Si 0.037 -0.043 0
Si -0.016 0.033 -0.002
Si 0.018 0.008 -0.015
Si 0 -0.001 -0.018
Si -0.013 0.011 -0.006
Si 0 0.015 -0.008
Si 0.023 0.012 -0.003
Si -0.024 -0.005 -0.003
Si 0.013 0.015 0.005
Si -0.025 0.015 0.002
Si 0.019 -0.007 -0.011
Si 0.01 -0.013 -0.014
Si -0.011 -0.002 0.007
Si -0.017 0.015 0.006
Si -0.009 0 -0.015
Si 0 -0.016 0.013
Si -0.014 0 0.005
Si 0.013 -0.018 0.015
Si 0.003 -0.012 -0.002
Si 0.007 0.017 -0.009
Si 0.048 0 0.009
Si 0.004 -0.004 0.016
Si -0.018 -0.011 0.004
Si -0.01 0.004 0.002
Si -0.006 -0.002 -0.001
Si -0.013 -0.017 -0.006
Si 0.008 -0.029 0.004
Si 0.012 -0.003 -0.003
Si 0.027 0.009 0.006
Si -0.012 0.02 0.002
Si 0.026 0.016 -0.002
Si -0.009 -0.027 -0.006
Si -0.002 0.014 -0.006
Si 0.045 -0.018 0
Si -0.034 -0.024 -0.001
Si -0.014 -0.028 0.01
Si 0.025 0.005 -0.018
Si -0.042 0.016 -0.007
Si 0.003 -0.011 -0.006
Si 0.013 -0.024 -0.004
Si -0.032 -0.016 -0.022
Si -0.013 0 -0.014
Si -0.017 -0.009 0.016
Si 0.048 0.03 0.023
Si -0.005 -0.004 0.001
Si 0.015 0.004 -0.011
Si 0.005 0.028 0.015
Si -0.007 -0.01 -0.001
Si 0.005 0.01 -0.002
Si -0.018 0.009 0.003
Si -0.001 -0.003 -0.016
Si -0.009 0.018 0.011
Si -0.008 0.011 -0.026
Si -0.035 -0.013 0.003
Si 0.005 -0.029 -0.001
Si -0.001 -0.018 -0.008
Si 0.022 0.016 0.003
Si 0.006 0.008 0.001
Si -0.007 0.001 0.008
Si 0.008 0.017 -0.016
Si 0.004 -0.01 -0.009
Si -0.038 0.02 0.008
Si -0.011 -0.026 0.004
Si 0.008 -0.008 0.006
Si 0.001 0.009 0.011
Si 0.007 0.009 -0.006
Si 0.017 0.02 0.015
Si -0.01 -0.027 -0.012
Si -0.024 0.008 -0.016
Si 0.02 -0.012 -0.006
Si -0.011 0.003 -0.004
Si -0.026 0.004 0.015
Si 0.038 -0.027 -0.013
Si 0.008 0.016 0.01
Si -0.015 0.001 0.005
Si -0.015 0.019 -0.003
Si 0.004 -0.016 0.011
Si 0.013 -0.012 -0.007
Si -0.009 -0.026 0.001
Si -0.004 -0.001 0.005
Si 0.026 -0.003 0.006
Si 0.018 -0.036 0.009
Si 0.018 0.004 0.009
Si -0.015 0.003 0.008
Si 0.008 0 0.001
Si -0.002 0.018 -0.006
Si -0.028 -0.005 -0.001
Si 0 -0.019 -0.013
Si 0.008 0.005 -0.01
Si -0.005 0.035 -0.006
Si 0.014 -0.022 -0.002
Si -0.01 0.002 0.008
Si -0.004 0.016 0.001
Si -0.008 -0.002 0.019
Si -0.017 -0.013 0.006
Si -0.026 -0.005 -0.011
Si -0.012 -0.002 -0.013
Si -0.002 0.023 -0.013
Si 0.015 -0.006 0.013
Si -0.003 0.001 0.008
Si 0.033 0.021 0.001
Si -0.012 0.013 0.001
Si -0.014 0.024 0.01
Si 0.016 0.009 0
Si -0.023 0.02 -0.019
Si 0.007 -0.026 -0.013
Si 0.027 -0.009 -0.019
Si -0.001 -0.003 0.015
Si 0.033 -0.031 0.007
Si -0.019 -0.021 0.014
Si -0.025 0.015 0.007
Si -0.017 0.03 -0.001
Si -0.033 -0.002 0.021
Si 0.025 0.028 -0.019
Si 0.022 -0.003 0.01
Si -0.014 -0.002 0.02
Si 0.019 -0.009 0.017
Si 0.019 -0.023 0.01
Si 0.014 -0.01 0.019
Si -0.023 0.019 -0.003
Si -0.01 0.015 0.002
Si -0.013 -0.002 -0.026
Si -0.005 -0.009 -0.008
Si 0.053 0.004 -0.01
Si -0.028 0.016 -0.016
Si 0.001 0.005 -0.005
Si 0.034 0.012 0.007
Si 0.001 0.003 0.004
Si -0.029 -0.005 -0.002
Si 0.009 0.008 0.012
Si -0.007 -0.014 0.025
Si -0.006 -0.014 -0.006
Si 0.014 -0.02 -0.018
Si -0.013 0.009 0.007
Si 0.012 -0.016 0.016
Si 0.001 -0.004 -0.008
Si -0.013 0.007 -0.004
Si 0.014 -0.01 0.002
Si -0.002 -0.022 0.013
Si -0.003 0.009 0.001
Si 0.023 -0.005 0.006
Si -0.015 -0.004 0.01
Si 0 0.016 0.016
Si 0.006 -0.001 0.003
Si -0.021 0.023 -0.004
Si 0.011 -0.04 0.003
Si 0.009 0 0.01
Si -0.018 -0.007 0.026
Si -0.004 -0.009 0.012
Si 0.019 -0.007 0.01
Si -0.024 -0.026 0.015
Si 0.017 0.006 0.009
Si 0 -0.001 0.011
Si 0.003 -0.021 0.018
Si 0.006 -0.001 0.005
Si 0.006 0.01 0.006
Si -0.021 -0.001 0.008
Si -0.005 0 0.009
Si 0.005 0.002 0.002
Si 0.004 -0.02 0.003
Si 0.013 0.012 0.013
Si 0.001 0.006 0.007
Si 0.023 0.026 -0.003
Si -0.013 0.007 -0.003
Si 0 -0.001 -0.007
Si -0.037 -0.024 0.018
Si -0.018 0.006 0.005
Si 0.005 0.001 0.004
Si -0.012 -0.007 -0.003
Si 0.012 0.012 -0.003
Si -0.008 0.017 0.001
Si -0.024 0.025 0.004
Si -0.009 -0.032 0.003
Si 0.002 0.006 -0.001
Si 0.006 -0.024 0.01
Si 0 0.013 0.011
Si 0.009 0.017 -0.009
Si -0.009 -0.001 0.007
Si -0.009 0.004 0.008
Si 0.006 0.019 0.03
Si 0.007 0.014 0.019
Si 0.001 0.005 0.005
Si 0.032 0.015 -0.003
Si 0.006 0.006 0.021
Si 0.004 0 0.006
Si 0.024 0.01 0.016
Si 0 -0.013 0.009
Si -0.04 -0.019 0.003
Si -0.007 0.006 0.009
Si 0.013 0.013 0.003
Si -0.033 -0.032 0.001
Si -0.001 0.009 0.021
Si 0 -0.003 0.005
Si 0.022 0.012 0.015
Si -0.002 -0.005 -0.015
Si 0.004 -0.035 0.014
Si 0.045 0.001 0.018
Si 0.014 0.006 0.011
Si 0.014 -0.013 0.008
Si -0.005 0.015 0.002
Si 0.014 0.001 0.015
Si -0.038 -0.006 0.008
Si 0.009 0.012 0.014
Si -0.011 0.001 0.016
Si -0.021 -0.005 -0.002
Si 0.004 -0.014 0.011
Si 0.012 -0.009 -0.005
Si 0.003 0.017 -0.005
Si 0.001 -0.003 -0.003
Si 0.026 0.008 0.006
Si -0.005 -0.016 0.007
Si 0.008 -0.002 -0.002
Si 0.014 -0.003 0.003
Si -0.022 0.003 -0.002
Si -0.009 0.002 0
Si 0.008 0.011 0.005
Si -0.004 0.007 -0.005
Si -0.018 -0.03 0.014
Si 0.009 0.003 0.002
Si 0.022 -0.007 -0.003
Si 0.012 -0.006 0.007
Si -0.019 0.016 0.005
Si -0.004 0.007 0.003
Si -0.029 0.013 -0.001
Si 0.002 0.002 0.002
Si -0.013 0.029 -0.005
Si -0.018 0.007 -0.003
Si 0.003 0.02 0.008
Si 0.003 0.022 0.008
Si 0.012 0.007 0.007
Si -0.001 -0.021 0.002
Si 0.013 0.008 0.007
Si -0.013 -0.001 0.005
Si 0.002 0.004 -0.002
Si -0.003 -0.006 0.017
Si -0.003 -0.017 0.002
Si 0.037 -0.005 0.006
Si 0.007 -0.034 0.011
Si -0.001 0.006 0.013
Si 0.002 0.024 0.014
Si 0.018 -0.011 0.009
Si -0.019 -0.004 0
Si -0.014 0.011 0.009
Si -0.019 0.003 0.009
Si -0.004 -0.003 -0.004
Si 0.008 0.005 0.02
Si 0.033 -0.031 0.02
Si 0.025 -0.013 0.003
Si 0.001 -0.017 0.002
Si 0.007 -0.003 -0.003
Si -0.004 0.013 0.014
Si -0.017 0.005 0.012
Si -0.012 0.002 0.014
Si 0.023 0.01 0.004
Si 0.046 0.007 0.024
Si 0.014 -0.02 -0.004
Si 0.046 -0.007 -0.003
Si -0.027 0.005 0.005
Si -0.035 -0.012 0.01
Si -0.024 0.013 -0.007
Si -0.019 -0.009 0.009
Si -0.027 0.013 0.007
Si -0.01 0.008 0.017
Si 0.022 0.008 -0.001
Si 0.004 -0.015 0.017
Si 0.024 0.011 -0.007
Si -0.006 0.001 -0.01
Si -0.026 0.001 0.01
Si -0.004 -0.013 -0.007
Si 0.001 0.012 0.017
Si -0.012 -0.01 0.025
Si 0.007 -0.024 0.009
Si 0.037 -0.006 0.017
Si 0 -0.023 0.001
Si -0.005 0.018 0.005
Si -0.017 0.002 0.005
Si -0.004 -0.021 0.005
Si -0.014 0.007 0.005
Si -0.017 0.02 0.007
O -0.224 -0.11 0.426
O -0.307 -0.142 0.167
O 0.2 0.227 0.397
O 0.002 0.19 0.567
O -0.082 0.22 -0.212
O 0.633 0.383 -0.069
O 0.138 -0.35 0.228
O -0.033 -0.094 -0.185
O -0.319 -0.027 0.597
